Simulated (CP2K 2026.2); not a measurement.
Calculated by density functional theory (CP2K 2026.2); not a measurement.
Periodic cell of 3024 atoms, Si2160O864, from a study of silicon, its oxide and their interface. The atomic structure is a simulated model.
Doubt: the forces sum to 4.29 eV/angstrom along one axis rather than to zero, so they err by at least 0.0014 eV/angstrom per atom on average; the grid cutoff is modest.

Settings
functional: PBE
method: Gaussian and plane waves
basis set: DZVP-MOLOPT-SR-GTH
pseudopotentials: GTH-PBE
grid cutoff: 300 Ry, relative cutoff 40 Ry
k points: Gamma only
occupations: fixed
spin: none
net charge: 0

Cell vectors (angstrom)
a 97.92 0 0
b 0 16.32 0
c 6.2155 3.3742 33.7535

Atoms: element, x, y, z (angstrom)
Si 1.058 -1.044 0.182
Si 4.31 0.98 0.06
Si 0.904 4.337 0.182
Si 3.854 7.12 0.21
Si 1.64 -7.01 0.062
Si 4.407 -4.324 0.271
Si 6.492 -1.296 0.082
Si 9.301 1.589 -0.174
Si 6.981 3.739 -0.022
Si 9.795 6.704 0.064
Si 6.588 9.771 0.142
Si -6.626 -4.384 0.203
Si -3.958 -1.529 0.282
Si -1.136 1.23 0.113
Si -4.153 4.666 0.032
Si -1.162 6.688 0.287
Si -4.439 -6.596 0.225
Si -1.68 -3.676 0.188
Si 2.704 0.003 1.47
Si 5.449 2.613 1.354
Si 2.655 5.445 1.361
Si 5.418 8.248 1.505
Si 2.729 -5.443 1.444
Si 5.443 -2.725 1.589
Si 8.163 -0.02 1.206
Si -5.33 2.881 1.232
Si 8.122 5.456 1.222
Si -5.466 8.206 1.641
Si 8.173 10.968 1.383
Si -5.5 -2.762 1.514
Si -2.725 0.077 1.448
Si -0.093 2.757 1.554
Si -2.72 5.575 1.617
Si 0.076 8.238 1.469
Si -2.753 -5.407 1.392
Si -0.049 -2.64 1.488
Si 1.377 1.415 2.825
Si 4.071 4.061 2.668
Si 1.375 6.806 2.829
Si 4.064 9.567 2.883
Si 1.339 -4.061 2.765
Si 4.01 -1.379 2.856
Si 6.822 1.288 2.715
Si 9.481 4.119 2.663
Si 6.801 6.783 2.696
Si 9.523 9.564 2.723
Si 6.868 12.272 2.854
Si -6.782 -1.341 2.86
Si -4.098 1.469 2.728
Si -1.442 4.093 2.913
Si -4.061 6.9 2.964
Si -1.357 -6.737 2.766
Si -4.095 -4.101 2.854
Si -1.39 -1.286 2.861
Si 0.007 0.044 4.19
Si 2.747 2.766 4.144
Si -0.009 5.463 4.191
Si 2.722 8.16 4.202
Si -0.01 -5.406 4.153
Si 2.671 -2.737 4.191
Si 5.439 -0.009 4.133
Si 8.148 2.729 4.058
Si 5.427 5.427 4.058
Si 8.156 8.165 4.07
Si 5.459 10.921 4.189
Si 8.201 -2.655 4.15
Si -5.4 0.053 4.145
Si -2.782 2.722 4.226
Si -5.444 5.46 4.196
Si -2.663 8.247 4.23
Si -5.446 -5.443 4.236
Si -2.736 -2.7 4.194
Si 1.362 -1.373 16.448
Si 4.137 1.347 16.456
Si 1.391 4.024 16.436
Si 4.114 6.724 16.375
Si 1.356 -6.867 16.385
Si 4.114 -4.064 16.358
Si 6.828 -1.37 16.427
Si -6.806 1.3 16.55
Si 6.794 3.995 16.431
Si -6.777 6.709 16.447
Si 6.812 9.485 16.266
Si -6.769 -4.153 16.432
Si -4.12 -1.424 16.503
Si -1.369 1.273 16.523
Si -4.086 4.001 16.542
Si -1.35 6.731 16.467
Si -4.056 9.428 16.461
Si -1.365 -4.124 16.411
Si 2.76 -0.011 17.786
Si 5.506 2.629 17.913
Si 2.766 5.386 17.777
Si 5.548 8.072 17.649
Si 2.764 -5.479 17.633
Si 5.455 -2.724 17.78
Si 8.18 -0.031 17.833
Si -5.434 2.629 17.961
Si 8.184 5.407 17.675
Si -5.43 8.059 17.82
Si 8.149 10.874 17.575
Si -5.455 -2.826 17.872
Si -2.792 -0.075 17.901
Si 0.069 2.631 17.809
Si -2.711 5.387 17.864
Si 0.018 -8.22 17.806
Si -2.654 -5.539 17.783
Si -0.054 -2.727 17.767
Si 1.427 1.289 19.216
Si 4.09 4.029 19.182
Si 1.435 6.773 19.131
Si 4.196 -6.843 18.892
Si 1.371 -4.14 18.952
Si 4.119 -1.326 19.163
Si 6.896 1.241 19.351
Si -6.783 4.03 19.302
Si 6.875 6.728 19.09
Si -6.848 9.404 19.126
Si 6.862 -4.148 19.02
Si 9.477 -1.321 19.315
Si -4.123 1.235 19.383
Si -1.304 3.972 19.132
Si -4.067 6.764 19.253
Si -1.302 -6.855 19.213
Si -4.036 -4.25 19.143
Si -1.454 -1.465 19.236
Si -0.036 -0.065 20.505
Si 2.786 2.665 20.625
Si 0.071 5.371 20.435
Si 2.905 8.196 20.307
Si 0.202 -5.506 20.443
Si 2.682 -2.78 20.289
Si 5.455 -0.156 20.771
Si 8.318 2.755 20.598
Si 5.502 5.388 20.477
Si 8.225 8.134 20.433
Si 5.539 -5.564 20.306
Si 8.057 -2.874 20.577
Si -5.569 -0.22 20.7
Si -2.589 2.619 20.614
Si -5.357 5.351 20.691
Si -2.73 -8.113 20.623
Si -5.453 -5.584 20.455
Si -2.708 -3.002 20.62
Si 1.066 -1.763 21.632
Si 4.379 1.583 22.025
Si 1.189 3.873 21.869
Si 4.374 7.039 21.686
Si 1.994 -6.461 21.663
Si 4.077 -4.199 21.455
Si 6.312 -2.072 22.009
Si -7.022 1.179 22.008
Si 6.641 3.842 21.835
Si -6.584 6.962 21.896
Si 6.611 -7.101 21.753
Si 9.859 -4.072 21.487
Si -4.405 -1.968 21.879
Si -0.962 1.542 21.993
Si -3.551 4.312 21.896
Si -1.426 6.615 21.713
Si -4.412 -7.038 21.983
Si -0.977 -4.145 21.909
Si 4.044 0.408 24.905
Si 3.263 1.341 -2.885
Si 6.048 -4.075 26.362
Si 0.525 8.067 23.803
Si 4.845 5.16 -1.865
Si 10.04 -6.892 25.635
Si 7.954 -2.921 -2.239
Si -2.481 1.83 -2.636
Si 7.386 4.387 24.8
Si 1.31 -4.082 25.781
Si -10.709 -7.11 -7.029
Si 7.384 -1.401 -4.64
Si -8.008 -1.779 -6.134
Si -0.744 4.942 -7.204
Si -4.104 -4.169 -4.201
Si -2.676 7.242 -7.078
Si -3.877 7.162 -4.186
Si 6.412 6.327 -3.942
Si 2.515 -3.477 -6.904
Si 4.673 5.258 26.116
Si 2.516 5.81 23.987
Si -0.052 5.653 -4.137
Si -1.016 -5.788 24.727
Si 1.598 -1.264 24.5
Si -2.637 -7.809 -1.817
Si 0.276 -2.056 -5.128
Si -5.476 -6.865 -5.101
Si 7.232 -6.308 24.739
Si -11.944 4.505 -7.071
Si 6.08 -4.02 -4.17
Si -1.54 -5.014 -2.465
Si 1.169 -5.776 -2.807
Si -8.611 1.164 24.514
Si 1.931 -1.41 -2.77
Si -4.022 -6.254 25.066
Si 7.727 3.784 -5.147
Si 9.989 2.261 -5.608
Si -6.015 -1.72 -3.841
Si -1.105 0.292 24.923
Si 1.499 -8.106 -4.823
Si 8.116 -8.141 -2.165
Si 3.529 -3.699 -2.58
Si -3.679 -1.299 24.824
Si 5.782 1.308 -4.812
Si 2.039 3.919 -2.514
Si -1.664 0.136 -5.113
Si 6.566 -1.375 25.004
Si 4.384 7.759 -5.646
Si -5.103 0.3 -2.001
Si -2.795 4.752 -2.85
Si -4.54 3.79 24.724
Si 4.744 -5.455 -6.385
Si -6.916 5.734 24.697
Si -2.457 -2.463 -5.965
Si 1.336 -1.352 5.543
Si 4.09 1.374 5.49
Si 1.368 4.096 5.522
Si 4.1 6.778 5.496
Si 1.341 9.531 5.525
Si 4.07 12.254 5.538
Si 6.793 -1.349 5.507
Si 9.496 1.393 5.459
Si 6.778 4.073 5.441
Si 9.475 6.82 5.484
Si 6.806 9.508 5.485
Si -6.772 12.251 5.595
Si -4.073 -1.323 5.544
Si -1.372 1.375 5.552
Si -4.11 4.092 5.577
Si -1.346 6.825 5.563
Si -4.067 -6.778 5.591
Si -1.361 -4.06 5.541
Si 2.724 0.012 6.866
Si 5.438 2.732 6.85
Si 2.73 5.444 6.88
Si 5.448 8.151 6.857
Si 2.712 10.879 6.887
Si 5.434 -2.704 6.88
Si 8.149 0.029 6.841
Si 10.843 2.745 6.845
Si 8.12 5.444 6.829
Si -5.428 8.145 6.921
Si -8.133 10.862 6.934
Si 10.873 -2.69 6.869
Si -2.705 0 6.924
Si 0.004 2.734 6.891
Si -2.718 5.449 6.908
Si 0.008 8.175 6.919
Si -2.707 -5.417 6.931
Si -0.007 -2.714 6.915
Si 1.357 1.355 8.245
Si 4.076 4.071 8.232
Si 1.371 6.797 8.254
Si 4.079 9.507 8.227
Si 1.359 -4.084 8.26
Si 4.07 -1.351 8.238
Si 6.788 1.369 8.213
Si 9.484 4.095 8.202
Si 6.789 6.793 8.225
Si -6.778 9.499 8.294
Si 6.792 -4.084 8.219
Si 9.499 -1.337 8.209
Si -4.062 1.35 8.293
Si -1.357 4.079 8.265
Si -4.075 6.784 8.288
Si -1.36 -6.801 8.282
Si -4.064 -4.067 8.292
Si -1.359 -1.366 8.288
Si 0.008 -0.003 9.632
Si 2.719 2.711 9.603
Si 0.009 5.431 9.62
Si 2.726 8.154 9.608
Si 0.004 -5.446 9.631
Si 2.718 -2.718 9.611
Si 5.434 0.006 9.585
Si 8.146 2.723 9.569
Si 5.432 5.431 9.59
Si -8.129 8.132 9.663
Si 5.435 -5.446 9.586
Si 8.149 -2.71 9.568
Si -5.415 -0.012 9.663
Si -2.7 2.708 9.646
Si -5.42 5.411 9.657
Si -2.711 8.141 9.643
Si -5.415 -5.455 9.643
Si -2.709 -2.723 9.661
Si 1.36 -1.372 10.99
Si 4.074 1.347 10.961
Si 1.355 4.054 10.978
Si 4.074 6.781 10.959
Si 1.358 9.5 10.977
Si 4.081 -4.087 10.959
Si 6.791 -1.36 10.938
Si 9.511 1.36 10.915
Si 6.789 4.063 10.939
Si -6.78 6.758 11.024
Si -9.498 9.478 11.021
Si 9.524 -4.065 10.915
Si -4.068 -1.375 11.029
Si -1.352 1.341 11.014
Si -4.067 4.043 11.021
Si -1.353 6.769 10.998
Si -4.07 9.49 11.009
Si -1.352 -4.099 11.004
Si 2.721 -0.007 12.343
Si 5.448 2.694 12.313
Si 2.722 5.409 12.325
Si 5.437 8.138 12.308
Si 2.717 10.869 12.319
Si 5.439 -2.716 12.313
Si 8.159 0 12.286
Si 10.875 2.715 12.262
Si 8.159 5.418 12.282
Si -5.412 8.109 12.378
Si -8.122 10.838 12.362
Si 10.884 -2.698 12.269
Si -2.713 -0.016 12.392
Si 0.012 2.697 12.373
Si -2.697 5.393 12.374
Si 0.01 8.129 12.349
Si -2.707 -5.471 12.362
Si -0.001 -2.734 12.36
Si 1.369 1.334 13.736
Si 4.085 4.039 13.67
Si 1.36 6.747 13.7
Si 4.066 9.493 13.664
Si 1.368 -4.1 13.699
Si 4.088 -1.36 13.696
Si 6.809 1.336 13.676
Si 9.505 4.041 13.637
Si 6.794 6.754 13.647
Si -6.776 9.463 13.732
Si 6.818 -4.076 13.649
Si 9.524 -1.347 13.644
Si -4.073 1.32 13.784
Si -1.359 4.025 13.757
Si -4.062 6.73 13.742
Si -1.358 9.474 13.715
Si -4.072 -4.122 13.724
Si -1.363 -1.393 13.742
Si -0.008 -0.027 15.098
Si 2.764 2.689 15.076
Si 0.016 5.388 15.093
Si 2.734 8.102 15.038
Si 0.008 -5.474 15.05
Si 2.716 -2.715 15.048
Si 5.464 -0.015 15.065
Si 8.171 2.681 15.046
Si 5.46 5.362 15.029
Si 8.183 8.139 14.932
Si 5.437 10.877 14.977
Si 8.172 -2.704 15.015
Si -5.454 -0.042 15.144
Si -2.709 2.666 15.16
Si -5.411 5.35 15.114
Si -2.697 8.09 15.088
Si -5.4 -5.508 15.09
Si -2.745 -2.752 15.099
Si 17.323 -0.97 0.342
Si 20.784 1.25 0.071
Si 17.215 4.349 0.227
Si 20.011 7.054 0.169
Si 17.848 -7.003 0.143
Si 20.875 -4.404 -0.062
Si 23.031 -0.992 -0.026
Si 25.934 1.811 0.03
Si 23.464 3.764 -0.025
Si 26.357 6.172 0.095
Si 22.992 9.537 0.017
Si 9.738 12.135 0.023
Si 12.503 -1.564 0.172
Si 15.131 1.303 0.133
Si 12.064 4.469 0.284
Si 14.958 6.518 0.296
Si 12.056 9.987 0.024
Si 14.779 -3.681 0.168
Si 19.106 0.132 1.358
Si 21.895 2.759 1.42
Si 18.918 5.446 1.44
Si 21.743 8.097 1.367
Si 19.122 -5.384 1.286
Si 21.907 -2.705 1.226
Si 24.687 0.097 1.238
Si 10.836 2.731 1.267
Si 24.546 5.36 1.348
Si 10.96 8.286 1.341
Si 24.552 -5.566 1.31
Si 10.9 -2.707 1.427
Si 13.586 0.078 1.426
Si 16.202 2.791 1.582
Si 13.536 5.471 1.785
Si 16.229 8.179 1.403
Si 13.61 -5.295 1.427
Si 16.28 -2.606 1.59
Si 17.732 1.444 2.786
Si 20.421 4.113 2.703
Si 17.587 6.817 2.815
Si 20.427 9.547 2.718
Si 17.749 -4.049 2.712
Si 20.458 -1.367 2.634
Si 23.265 1.364 2.732
Si 25.749 4.131 2.948
Si 23.16 6.756 2.676
Si 25.922 -6.928 2.64
Si 23.218 -4.089 2.642
Si 9.501 -1.312 2.685
Si 12.171 1.409 2.72
Si 14.886 4.062 3.011
Si 12.198 6.979 2.886
Si 14.936 -6.729 2.75
Si 12.23 -4.029 2.838
Si 14.914 -1.243 2.888
Si 16.363 0.076 4.16
Si 19.096 2.777 4.129
Si 16.303 5.466 4.233
Si 19.034 8.195 4.09
Si 16.358 -5.399 4.077
Si 19.102 -2.683 4.063
Si 21.829 -0.015 4.028
Si 24.453 2.712 4.234
Si 21.782 5.452 4.078
Si 24.512 -8.187 4.049
Si 21.814 -5.406 4.041
Si 24.499 -2.719 4.061
Si 10.84 0.034 4.086
Si 13.497 2.681 4.218
Si 10.814 5.492 4.097
Si 13.613 8.274 4.196
Si 10.863 -5.419 4.145
Si 13.573 -2.655 4.19
Si 17.703 -1.35 16.292
Si 20.448 1.375 16.299
Si 17.695 4.09 16.255
Si 20.441 6.815 16.313
Si 17.718 -6.812 16.29
Si 20.459 -4.063 16.35
Si 23.183 -1.347 16.329
Si 9.529 1.337 16.432
Si 23.185 4.144 16.337
Si 9.52 6.75 16.271
Si 23.16 -6.731 16.374
Si 9.564 -4.03 16.36
Si 12.227 -1.345 16.348
Si 14.97 1.35 16.277
Si 12.234 4.043 16.32
Si 14.978 6.797 16.304
Si 12.255 -6.782 16.279
Si 15.017 -4.07 16.289
Si 19.086 -0.012 17.63
Si 21.776 2.789 17.635
Si 18.999 5.481 17.615
Si 21.835 8.148 17.673
Si 19.081 -5.47 17.644
Si 21.863 -2.723 17.711
Si 24.518 0.051 17.665
Si 10.91 2.71 17.764
Si 24.587 5.498 17.689
Si 10.863 8.146 17.562
Si 24.488 -5.353 17.782
Si 10.865 -2.63 17.788
Si 13.62 0.008 17.66
Si 16.374 2.681 17.585
Si 13.615 5.402 17.627
Si 16.341 -8.15 17.656
Si 13.668 -5.452 17.612
Si 16.348 -2.694 17.664
Si 17.734 1.349 18.968
Si 20.341 4.128 18.938
Si 17.642 6.79 19.034
Si 20.443 -6.852 18.996
Si 17.701 -4.109 18.964
Si 20.468 -1.359 18.97
Si 23.173 1.458 18.963
Si 9.519 4.104 19.076
Si 23.234 6.827 19.055
Si 9.438 9.459 18.875
Si 23.173 -3.997 19.237
Si 25.791 -1.262 19.128
Si 12.276 1.296 19.086
Si 14.992 3.984 18.925
Si 12.244 6.831 18.898
Si 14.98 -6.815 19.024
Si 12.364 -4.032 18.913
Si 15.008 -1.29 19.027
Si 16.452 0.004 20.395
Si 18.985 2.788 20.318
Si 16.233 5.381 20.307
Si 19.022 8.147 20.362
Si 16.276 -5.402 20.372
Si 19.22 -2.86 20.253
Si 21.692 0.178 20.242
Si 24.497 2.831 20.35
Si 21.727 5.477 20.231
Si 24.545 8.14 20.562
Si 21.838 -5.579 20.417
Si 24.402 -2.457 20.67
Si 10.93 0.133 20.65
Si 13.72 2.614 20.36
Si 10.912 5.534 20.306
Si 13.604 8.101 20.313
Si 10.895 10.849 19.969
Si 13.634 -2.641 20.363
Si 17.735 -1.662 21.493
Si 20.514 1.652 21.638
Si 17.397 3.869 21.641
Si 20.607 6.967 21.624
Si 17.843 -6.574 21.61
Si 20.194 -4.527 21.643
Si 22.831 -0.938 21.874
Si 10.138 1.999 21.976
Si 22.752 3.874 21.54
Si 9.925 7.14 21.735
Si 22.862 -7.15 21.882
Si 26.091 -3.616 21.865
Si 11.987 -1.652 21.756
Si 15.301 1.537 21.783
Si 12.386 4.167 21.445
Si 14.562 6.382 21.606
Si 12.038 9.43 21.375
Si 15.27 -3.677 21.659
Si 18.772 -3.895 -5.497
Si 19.668 1.644 -2.661
Si 21.376 -7.888 -6.146
Si 16.525 7.854 23.654
Si 19.909 6.016 -2.65
Si 23.606 -7.432 24.801
Si 24.32 -1.473 -2.938
Si 14.017 1.721 -2.781
Si 23.288 4.087 24.44
Si 17.097 -3.83 26.498
Si 15.083 -2.821 24.502
Si 23.096 -0.344 -5.547
Si 9.466 -1.47 -7.024
Si 14.948 5.03 -7.147
Si 14.182 -6.478 -5.41
Si 12.861 7.108 -6.55
Si 11.881 6.748 -3.881
Si 23.295 6.952 -4.448
Si 24.204 1.132 23.945
Si 20.768 5.367 25.944
Si 18.787 5.638 23.789
Si 15.044 4.266 -4.026
Si 11.377 -5.27 23.602
Si 18.834 0.052 23.753
Si 12.623 -6.859 -2.958
Si 17.508 -0.995 -5.202
Si 10.053 -7.371 -4.225
Si 25.313 -5.61 26.389
Si 11.518 4.375 25.925
Si 25.107 -4.22 -2.901
Si 21.585 -2.89 23.741
Si 16.767 -4.979 -1.893
Si 9.504 2.168 24.982
Si 18.248 -0.996 -2.401
Si 15.414 7.078 26.035
Si 23.295 4.353 -5.677
Si 24.759 1.991 -6.856
Si 11.614 -0.253 -5.099
Si 12.263 -2.416 24.677
Si 19.124 -8.111 -4.623
Si 22.494 4.7 -2.925
Si 19.447 -3.525 -2.603
Si 15.922 0.18 24.312
Si 20.296 0.614 -5.411
Si 17.814 3.921 -2.683
Si 14.661 0.225 -5.289
Si 24.644 -3.422 24.507
Si 16.949 -6.072 -4.65
Si 11.326 0.212 -2.175
Si 13.414 5.529 -1.935
Si 14.649 4.402 25.939
Si 29.657 -3.416 25.837
Si 9.621 6.456 24.811
Si 19.545 -1.876 25.907
Si 17.727 -1.34 5.452
Si 20.462 1.358 5.424
Si 17.727 4.114 5.515
Si 20.425 6.832 5.435
Si 17.693 9.556 5.462
Si 20.451 -4.056 5.426
Si 23.145 -1.366 5.441
Si 25.841 1.346 5.532
Si 23.083 4.097 5.515
Si 25.828 6.838 5.514
Si 23.163 -6.784 5.402
Si 9.526 -4.046 5.505
Si 12.194 -1.307 5.502
Si 14.957 1.379 5.526
Si 12.171 4.127 5.49
Si 14.946 6.859 5.533
Si 12.227 -6.735 5.536
Si 14.988 -4.043 5.463
Si 19.087 0.021 6.806
Si 21.757 2.718 6.856
Si 19.09 5.481 6.843
Si 21.8 -8.132 6.789
Si 19.079 -5.408 6.798
Si 21.79 -2.706 6.815
Si 24.477 -0.013 6.854
Si 27.202 2.733 6.861
Si 24.478 5.456 6.851
Si 10.862 -8.146 6.843
Si 8.155 -5.43 6.843
Si 27.205 -2.754 6.837
Si 13.596 0.011 6.862
Si 16.336 2.754 6.85
Si 13.571 5.468 6.844
Si 16.343 8.207 6.85
Si 13.621 -5.383 6.853
Si 16.358 -2.694 6.819
Si 17.712 1.373 8.177
Si 20.422 4.099 8.209
Si 17.713 6.835 8.19
Si 20.44 -6.773 8.158
Si 17.72 -4.056 8.173
Si 20.436 -1.339 8.179
Si 23.142 1.374 8.21
Si 25.85 4.104 8.212
Si 23.137 6.835 8.194
Si 9.513 -6.786 8.211
Si 23.158 -4.064 8.169
Si 25.863 -1.361 8.195
Si 12.23 1.388 8.194
Si 14.96 4.112 8.191
Si 12.222 6.821 8.207
Si 14.975 -6.762 8.2
Si 12.253 -4.042 8.214
Si 14.979 -1.354 8.19
Si 16.344 0.014 9.535
Si 19.061 2.733 9.552
Si 16.34 5.468 9.535
Si 19.086 -8.129 9.535
Si 16.355 -5.411 9.539
Si 19.075 -2.698 9.538
Si 21.789 0.011 9.559
Si 24.509 2.737 9.571
Si 21.797 5.461 9.556
Si 8.155 -8.158 9.572
Si 21.801 -5.421 9.53
Si 24.509 -2.711 9.555
Si 10.876 0.017 9.552
Si 13.602 2.74 9.546
Si 10.861 5.45 9.555
Si 13.608 -8.137 9.542
Si 10.887 -5.422 9.555
Si 13.622 -2.699 9.566
Si 17.707 -1.344 10.896
Si 20.437 1.38 10.911
Si 17.697 4.098 10.893
Si 20.439 -9.492 10.903
Si 17.719 -6.774 10.889
Si 20.448 -4.056 10.89
Si 23.163 -1.338 10.916
Si 25.882 1.388 10.931
Si 23.166 4.114 10.926
Si 9.514 -9.519 10.931
Si 6.794 -6.81 10.943
Si 25.873 -4.045 10.934
Si 12.243 -1.34 10.904
Si 14.971 1.372 10.891
Si 12.23 4.088 10.902
Si 14.976 6.822 10.89
Si 12.251 -6.786 10.905
Si 14.991 -4.066 10.905
Si 19.072 0.012 12.253
Si 21.814 2.735 12.269
Si 19.076 5.452 12.242
Si 21.805 -8.133 12.265
Si 19.088 -5.418 12.242
Si 21.807 -2.704 12.266
Si 24.528 0.022 12.283
Si 27.249 2.751 12.299
Si 24.528 5.476 12.297
Si 10.894 -8.15 12.265
Si 8.166 -5.43 12.273
Si 27.24 -2.686 12.295
Si 13.608 0.011 12.255
Si 16.334 2.733 12.243
Si 13.606 5.453 12.234
Si 16.351 8.18 12.237
Si 13.623 -5.428 12.253
Si 16.35 -2.707 12.26
Si 17.703 1.374 13.594
Si 20.449 4.102 13.602
Si 17.713 6.812 13.587
Si 20.444 -6.771 13.61
Si 17.735 -4.064 13.601
Si 20.44 -1.343 13.612
Si 23.185 1.39 13.645
Si 25.905 4.129 13.661
Si 23.175 -9.465 13.644
Si 9.541 -6.782 13.618
Si 23.173 -4.051 13.637
Si 25.9 -1.315 13.657
Si 12.237 1.359 13.614
Si 14.96 4.09 13.588
Si 12.251 6.793 13.608
Si 14.988 9.529 13.6
Si 12.262 -4.06 13.6
Si 14.963 -1.361 13.605
Si 16.339 -0.002 14.934
Si 19.083 2.731 14.937
Si 16.33 5.456 14.923
Si 19.085 8.166 14.941
Si 16.371 -5.431 14.939
Si 19.093 -2.711 14.975
Si 21.813 0.008 14.968
Si 24.553 2.758 15.015
Si 21.81 5.469 14.962
Si 24.535 -8.093 15.018
Si 21.803 -5.413 14.978
Si 24.553 -2.701 14.997
Si 10.877 0.02 15.003
Si 13.606 2.72 14.946
Si 10.892 5.399 14.945
Si 13.62 8.161 14.947
Si 10.9 -5.395 14.966
Si 13.6 -2.712 14.983
Si 34.257 -1.311 -0.078
Si 36.797 1.079 -0.002
Si 33.474 4.323 -0.068
Si 36.06 7.082 -0.057
Si 33.896 -6.949 -0.154
Si 36.233 -3.79 0.06
Si 38.991 -1.155 -0.018
Si 41.68 1.486 -0.226
Si 39.504 3.764 -0.188
Si 42.414 6.434 -0.234
Si 39.051 9.133 -0.405
Si 26.16 -4.443 0.019
Si 28.662 -1.724 0.208
Si 30.677 1.806 0.131
Si 28.556 4.081 0.61
Si 31.299 6.575 0.039
Si 28.506 -6.543 -0.041
Si 31.06 -3.689 -0.089
Si 35.308 0.055 1.455
Si 37.94 2.72 1.196
Si 35.08 5.426 1.244
Si 37.738 8.119 1.212
Si 35.073 -5.415 1.243
Si 37.897 -2.741 1.299
Si 40.612 -0.025 1.214
Si 27.142 2.736 1.771
Si 40.684 5.399 1.037
Si 27.339 -8.253 1.212
Si 40.461 -5.657 0.961
Si 27.18 -2.901 1.501
Si 29.736 0.036 1.356
Si 32.451 2.752 1.346
Si 29.964 5.529 1.635
Si 32.475 8.182 1.278
Si 29.982 -5.335 1.297
Si 32.567 -2.472 1.196
Si 33.865 1.411 2.678
Si 36.553 4.088 2.53
Si 33.828 6.811 2.672
Si 36.505 9.566 2.591
Si 33.805 -3.98 2.603
Si 36.612 -1.387 2.743
Si 39.287 1.354 2.599
Si 42.013 4.038 2.474
Si 39.26 6.743 2.425
Si 41.906 -6.899 2.428
Si 39.291 -4.197 2.477
Si 25.852 -1.369 2.692
Si 28.496 1.271 2.906
Si 31.264 4.072 2.876
Si 28.564 6.904 2.838
Si 31.223 -6.751 2.683
Si 28.602 -4.161 2.812
Si 31.212 -1.248 2.675
Si 32.563 0.047 4.079
Si 35.262 2.76 3.992
Si 32.599 5.471 4.157
Si 35.229 8.175 3.989
Si 32.562 -5.379 4.035
Si 35.223 -2.739 4.032
Si 37.987 0.001 4.018
Si 40.681 2.719 3.905
Si 37.949 5.424 3.879
Si 40.601 -8.228 3.841
Si 37.929 -5.448 3.93
Si 40.639 -2.796 3.865
Si 27.146 -0.081 4.192
Si 29.876 2.7 4.175
Si 27.193 5.513 4.172
Si 29.914 8.254 4.148
Si 27.214 -5.537 4.092
Si 29.918 -2.682 4.077
Si 34.112 -1.262 16.313
Si 36.806 1.429 16.233
Si 34.096 4.16 16.392
Si 36.78 6.835 16.351
Si 34.065 -6.793 16.345
Si 36.823 -4.047 16.275
Si 39.505 -1.345 16.187
Si 25.939 1.429 16.399
Si 39.498 4.128 16.22
Si 25.924 -9.434 16.367
Si 39.502 -6.765 16.27
Si 25.892 -4.033 16.414
Si 28.601 -1.305 16.408
Si 31.389 1.436 16.364
Si 28.651 4.136 16.405
Si 31.388 6.835 16.41
Si 28.62 -6.749 16.415
Si 31.334 -4.02 16.365
Si 35.542 0.076 17.66
Si 38.124 2.805 17.599
Si 35.433 5.531 17.811
Si 38.191 8.172 17.686
Si 35.492 -5.441 17.619
Si 38.195 -2.676 17.625
Si 40.87 0.023 17.507
Si 27.315 2.787 17.802
Si 40.903 5.5 17.521
Si 27.245 -8.087 17.798
Si 40.88 -5.353 17.568
Si 27.222 -2.648 17.801
Si 30.006 0.088 17.7
Si 32.778 2.765 17.756
Si 30.051 5.459 17.775
Si 32.739 -8.121 17.798
Si 29.99 -5.378 17.763
Si 32.714 -2.597 17.638
Si 34.252 1.444 19.064
Si 36.869 4.159 19.106
Si 34.063 6.876 19.266
Si 36.823 -6.791 19.05
Si 34.151 -3.977 18.847
Si 36.932 -1.264 19.024
Si 39.508 1.407 18.85
Si 25.949 4.214 19.11
Si 39.634 6.795 18.994
Si 25.806 -6.722 19.148
Si 39.562 -4.012 19.002
Si 42.258 -1.392 18.788
Si 28.714 1.406 19.153
Si 31.407 4.068 19.171
Si 28.701 -9.444 19.091
Si 31.387 -6.714 19.131
Si 28.628 -4.015 19.131
Si 31.392 -1.223 19.049
Si 32.915 0.049 20.369
Si 35.552 2.809 20.538
Si 32.665 5.447 20.612
Si 35.517 8.242 20.597
Si 32.846 -5.251 20.281
Si 35.542 -2.698 20.227
Si 38.323 0.096 20.397
Si 40.861 2.784 20.145
Si 38.353 5.441 20.455
Si 40.98 8.235 20.294
Si 38.252 -5.431 20.351
Si 40.964 -2.634 20.312
Si 27.216 0.095 20.416
Si 30.153 2.649 20.615
Si 27.434 5.498 20.499
Si 29.963 -8.026 20.504
Si 27.121 -5.282 20.476
Si 30.026 -2.58 20.411
Si 34.025 -1.626 21.617
Si 37.16 1.589 21.798
Si 34.009 3.986 21.941
Si 37.214 7.007 21.775
Si 34.489 -6.198 21.668
Si 36.785 -4.116 21.595
Si 40.118 -0.858 21.636
Si 26.138 1.785 21.655
Si 39.468 3.749 21.771
Si 26.27 7.057 21.794
Si 39.38 -7.04 21.661
Si 42.487 -3.881 21.602
Si 28.409 -1.443 21.701
Si 31.945 1.576 21.845
Si 28.559 3.854 21.849
Si 31.197 -9.472 21.903
Si 28.282 -6.858 21.735
Si 31.689 -3.701 21.625
Si 38.771 -2.76 23.703
Si 33.534 3.101 -2.933
Si 37.624 -6.817 -3.166
Si 33.999 -7.041 26.001
Si 36.531 6.554 -3.033
Si 40.674 -7.192 26.102
Si 47.047 0.079 25.889
Si 30.779 2.021 -2.802
Si 40.649 4.121 24.713
Si 34.866 -4.318 26.062
Si 32.53 -7.442 23.599
Si 42.52 -1.978 -4.182
Si 24.536 -2.59 -7.219
Si 31.821 5.505 -6.228
Si 29.014 -2.491 -4.633
Si 27.198 2.78 -5.327
Si 27.074 5.879 -5.098
Si 39.165 2.363 -5.111
Si 35.707 -1.271 -7.188
Si 37.872 3.523 25.816
Si 36.011 5.157 24.118
Si 29.527 7.953 -2.198
Si 30.162 -5.488 23.739
Si 35.487 -0.038 23.931
Si 29.623 7.391 -5.138
Si 32.812 -1.951 -6.275
Si 24.397 -7.14 -2.716
Si 40.761 -5.22 23.834
Si 27.401 6.399 26.401
Si 40.231 -2.808 -2.427
Si 32.609 -2.352 26.03
Si 32.816 -5.052 -2.395
Si 25.902 -0.69 25.518
Si 35.057 0.572 -2.386
Si 29.613 3.501 -6.913
Si 47.585 -8.044 26.084
Si 42.077 2.319 -5.921
Si 27.464 -1.139 -2.51
Si 28.78 -0.827 24.571
Si 34.325 5.395 -4.685
Si 40.637 7.283 -2.379
Si 35.855 -4.477 -2.806
Si 32.685 0.466 24.548
Si 37.141 -0.088 -4.716
Si 38.858 4.779 -3.062
Si 30.93 -0.103 -5.163
Si 31.404 -4.443 -5.096
Si 36.866 -2.071 25.859
Si 27.834 1.739 -2.634
Si 26.515 7.286 -2.536
Si 29.636 5.395 24.281
Si 37.917 -3.02 -4.309
Si 25.078 6.331 24.573
Si 26.603 -3.998 -5.446
Si 33.924 -1.342 5.406
Si 36.624 1.38 5.347
Si 33.985 4.106 5.443
Si 36.639 6.807 5.297
Si 33.927 9.558 5.38
Si 36.621 -4.09 5.348
Si 39.352 -1.407 5.297
Si 42.056 1.336 5.23
Si 39.321 4.08 5.262
Si 42.023 6.771 5.197
Si 39.309 -6.83 5.249
Si 25.87 -4.095 5.412
Si 28.561 -1.388 5.504
Si 31.255 1.373 5.506
Si 28.537 4.106 5.496
Si 31.246 6.846 5.48
Si 28.554 -6.781 5.538
Si 31.248 -4.044 5.45
Si 35.298 0.022 6.741
Si 38.004 2.736 6.68
Si 35.346 5.475 6.755
Si 37.995 -8.163 6.668
Si 35.303 -5.436 6.749
Si 37.991 -2.722 6.689
Si 40.727 -0.023 6.622
Si 43.415 2.707 6.586
Si 40.695 5.438 6.61
Si 27.197 -8.142 6.879
Si 24.507 -5.429 6.796
Si 43.426 -2.756 6.55
Si 29.906 0.003 6.853
Si 32.629 2.749 6.817
Si 29.904 5.471 6.841
Si 32.615 8.211 6.803
Si 29.911 -5.39 6.848
Si 32.608 -2.695 6.808
Si 33.982 1.375 8.152
Si 36.696 4.099 8.092
Si 33.991 6.836 8.129
Si 36.676 -6.8 8.079
Si 33.98 -4.063 8.141
Si 36.669 -1.347 8.078
Si 39.383 1.355 8.002
Si 42.07 4.076 7.957
Si 39.377 6.805 8.01
Si 25.851 -6.761 8.209
Si 39.367 -4.094 8.014
Si 42.106 -1.379 7.954
Si 28.571 1.383 8.212
Si 31.281 4.114 8.182
Si 28.565 6.821 8.223
Si 31.276 -6.76 8.19
Si 28.566 -4.06 8.231
Si 31.275 -1.347 8.2
Si 32.641 0.025 9.537
Si 35.351 2.75 9.477
Si 32.649 5.485 9.517
Si 35.345 -8.131 9.489
Si 32.642 -5.405 9.541
Si 35.341 -2.696 9.485
Si 38.045 0.019 9.409
Si 40.74 2.728 9.354
Si 38.055 5.466 9.426
Si 24.507 -8.135 9.562
Si 38.041 -5.432 9.423
Si 40.75 -2.72 9.339
Si 27.219 0.014 9.563
Si 29.938 2.752 9.557
Si 27.218 5.459 9.58
Si 29.934 -8.126 9.561
Si 27.218 -5.421 9.584
Si 29.932 -2.695 9.578
Si 34.007 -1.337 10.882
Si 36.719 1.382 10.81
Si 34.015 4.118 10.858
Si 36.721 -9.494 10.82
Si 34.011 -6.77 10.883
Si 36.712 -4.067 10.819
Si 39.419 -1.355 10.735
Si 42.127 1.369 10.678
Si 39.419 4.096 10.758
Si 25.877 -9.482 10.936
Si 23.158 -6.767 10.913
Si 42.13 -4.077 10.674
Si 28.591 -1.323 10.936
Si 31.304 1.396 10.909
Si 28.597 4.113 10.935
Si 31.312 6.84 10.907
Si 28.59 -6.771 10.94
Si 31.3 -4.053 10.93
Si 35.381 0.04 12.209
Si 38.077 2.755 12.153
Si 35.382 5.477 12.207
Si 38.085 -8.127 12.165
Si 35.379 -5.408 12.23
Si 38.09 -2.698 12.145
Si 40.786 0.022 12.066
Si 43.487 2.744 12.023
Si 40.776 5.475 12.098
Si 27.247 -8.13 12.309
Si 24.524 -5.415 12.283
Si 43.492 -2.71 12.022
Si 29.962 0.04 12.289
Si 32.669 2.775 12.245
Si 29.968 5.483 12.284
Si 32.67 8.198 12.274
Si 29.952 -5.411 12.304
Si 32.667 -2.687 12.279
Si 34.046 1.426 13.584
Si 36.752 4.124 13.554
Si 34.054 6.832 13.606
Si 36.754 -6.773 13.57
Si 34.041 -4.05 13.624
Si 36.755 -1.334 13.537
Si 39.458 1.382 13.464
Si 42.152 4.11 13.418
Si 39.452 -9.484 13.512
Si 25.896 -6.749 13.658
Si 39.472 -4.068 13.472
Si 42.16 -1.333 13.402
Si 28.628 1.408 13.663
Si 31.344 4.137 13.644
Si 28.63 6.842 13.668
Si 31.321 9.551 13.663
Si 28.598 -4.039 13.665
Si 31.325 -1.314 13.655
Si 32.717 0.074 14.97
Si 35.399 2.794 14.949
Si 32.722 5.49 15.008
Si 35.42 8.182 14.965
Si 32.691 -5.405 15.011
Si 35.427 -2.677 14.95
Si 38.132 0.036 14.864
Si 40.807 2.761 14.805
Si 38.105 5.494 14.913
Si 40.829 -8.104 14.84
Si 38.15 -5.41 14.89
Si 40.842 -2.694 14.796
Si 27.264 0.053 15.022
Si 29.997 2.782 15.017
Si 27.278 5.488 15.032
Si 29.985 8.192 15.059
Si 27.252 -5.396 15.045
Si 29.952 -2.669 15.022
Si 49.995 -1.013 -0.362
Si 53.317 1.015 -0.102
Si 49.893 4.197 -0.14
Si 52.761 6.918 -0.195
Si 50.597 -7.122 -0.372
Si 53.308 -4.434 -0.269
Si 55.501 -1.232 -0.12
Si 58.252 1.477 -0.109
Si 56.001 3.716 -0.31
Si -38.919 6.543 -0.108
Si -42.306 9.704 -0.473
Si 41.998 -4.366 -0.248
Si 44.87 -1.727 0.194
Si 47.661 1.133 -0.194
Si 44.607 4.158 -0.083
Si 47.675 6.385 -0.014
Si 44.305 -6.524 -0.259
Si 47.04 -3.845 -0.237
Si 51.614 -0.067 1.093
Si 54.43 2.666 1.119
Si 51.567 5.359 1.077
Si -43.492 8.139 0.932
Si 51.684 -5.55 1.016
Si 54.34 -2.821 1.114
Si 57.088 -0.068 1.188
Si 43.333 2.598 1.102
Si -40.777 5.444 0.904
Si 43.359 -8.199 1.095
Si -40.76 -5.554 1.025
Si 43.235 -2.95 1.268
Si 46.151 -0.062 1.192
Si 48.797 2.649 1.206
Si 46.129 5.288 1.308
Si 48.89 8.142 0.961
Si 45.98 -5.471 1.075
Si 48.859 -2.746 0.872
Si 50.284 1.326 2.466
Si 53.001 4.039 2.4
Si 50.223 6.778 2.419
Si -44.854 9.456 2.391
Si 50.24 -4.124 2.267
Si 52.939 -1.469 2.448
Si 55.755 1.33 2.533
Si -39.438 4.077 2.387
Si -42.141 6.778 2.311
Si -39.454 -6.858 2.481
Si -42.111 -4.143 2.397
Si 41.987 -1.418 2.528
Si 44.732 1.291 2.487
Si 47.476 3.954 2.63
Si 44.771 6.805 2.488
Si 47.481 -6.828 2.324
Si 44.671 -4.23 2.586
Si 47.58 -1.435 2.444
Si 48.914 -0.057 3.812
Si 51.649 2.7 3.795
Si 48.882 5.417 3.825
Si -46.271 8.122 3.746
Si 48.867 -5.458 3.675
Si 51.566 -2.814 3.759
Si 54.332 -0.062 3.786
Si -40.778 2.733 3.81
Si -43.53 5.435 3.706
Si -40.827 -8.225 3.787
Si -43.515 -5.481 3.755
Si -40.761 -2.767 3.759
Si 43.388 -0.061 3.859
Si 46.073 2.623 3.907
Si 43.388 5.422 3.823
Si 46.167 8.155 3.79
Si 43.301 -5.58 3.873
Si 46.133 -2.778 3.792
Si 50.289 -1.316 15.991
Si 53.013 1.428 15.954
Si 50.249 4.161 16.014
Si -44.921 6.842 15.936
Si 50.236 -6.736 15.96
Si 52.999 -4.002 15.964
Si 55.705 -1.308 15.981
Si 42.182 1.414 16.14
Si -42.211 4.101 16.013
Si 42.223 -9.458 16.154
Si -42.23 -6.764 15.931
Si 42.215 -4.065 16.126
Si 44.892 -1.351 16.033
Si 47.612 1.427 15.999
Si 44.871 4.138 16.101
Si 47.586 6.882 16.075
Si 44.929 -6.788 16.171
Si 47.581 -4.063 16.038
Si 51.669 0.073 17.291
Si 54.35 2.739 17.377
Si 51.597 5.582 17.317
Si -43.564 8.19 17.286
Si 51.586 -5.346 17.253
Si 54.336 -2.63 17.347
Si 57.042 0.041 17.367
Si 43.527 2.793 17.498
Si -40.86 5.505 17.335
Si 43.567 -8.133 17.568
Si -40.865 -5.417 17.263
Si 43.612 -2.729 17.442
Si 46.269 0.036 17.308
Si 48.905 2.807 17.402
Si 46.204 5.553 17.43
Si 48.934 -8.04 17.426
Si 46.33 -5.425 17.511
Si 48.912 -2.658 17.355
Si 50.349 1.433 18.652
Si 52.969 4.22 18.586
Si 50.327 6.982 18.764
Si 52.904 -6.774 18.516
Si 50.3 -3.985 18.679
Si 52.993 -1.223 18.716
Si 55.671 1.327 18.782
Si 42.249 4.215 18.926
Si -42.173 6.901 18.69
Si 42.253 -6.699 18.902
Si 55.74 -4.039 18.593
Si 58.358 -1.313 18.763
Si 44.927 1.336 18.681
Si 47.518 4.19 18.762
Si 44.923 -9.489 18.965
Si 47.683 -6.74 18.964
Si 44.99 -4.042 18.842
Si 47.57 -1.28 18.721
Si 48.973 0.096 19.99
Si 51.679 2.863 19.952
Si 48.927 5.617 20.023
Si 51.679 8.382 20.145
Si 49.125 -5.291 20.227
Si 51.583 -2.544 20.012
Si 54.305 0.003 20.252
Si 57.019 2.782 20.024
Si 54.301 5.578 19.933
Si -40.945 8.302 20.165
Si 54.244 -5.382 19.736
Si 56.956 -2.7 20.081
Si 43.654 -0.039 20.07
Si 46.113 2.76 20.059
Si 43.614 5.461 20.449
Si 46.247 -8.07 20.345
Si 43.657 -5.369 20.249
Si 46.307 -2.629 20.191
Si 50.085 -1.376 21.417
Si 53.192 1.792 21.358
Si 50.104 4.037 21.216
Si 53.264 7.155 21.337
Si 50.86 -6.187 21.594
Si 53.003 -3.991 21.103
Si 55.258 -1.832 21.504
Si 42.273 1.359 21.262
Si 55.406 4.012 21.219
Si 42.637 7.278 21.654
Si 55.257 -6.807 21.23
Si 58.649 -3.817 21.234
Si 44.663 -1.583 21.523
Si 47.838 1.734 21.176
Si 44.502 3.539 21.623
Si 47.621 -9.51 21.564
Si 44.831 -6.741 21.758
Si 47.983 -3.671 21.46
Si -42.073 -0.74 24.372
Si -45.19 1.587 -3.021
Si -42.616 -3.085 -4.569
Si -48.466 -8.009 23.564
Si -45 5.768 -2.981
Si -41.331 -6.941 25.497
Si -40.645 -2.732 -2.291
Si 44.774 2.157 -5.049
Si -41.698 4.424 23.979
Si 43.812 -7.084 -5.839
Si 40.257 -6.903 -4.631
Si -41.399 -0.447 -5.123
Si 43.563 -0.123 -6.29
Si -44.17 -7.616 26.279
Si 47.108 -3.473 -5.575
Si 46.705 -8.118 -6.763
Si 45.139 -7.286 -3.217
Si -43.546 7.406 -4.956
Si -39.954 0.119 26.196
Si -45.383 5.983 26.151
Si -46.536 5.806 23.459
Si 48.566 5.132 -4.59
Si 46.235 -4.714 23.844
Si -46.824 0.768 23.476
Si 46.985 6.89 -2.849
Si -48.248 -1.582 -5.856
Si 42.318 -4.633 -5.425
Si -41.118 -5.177 23.321
Si 45.187 6.592 25.646
Si -41.331 -7.564 -3.444
Si 47.342 -4.983 -3.173
Si -47.66 -6.01 -3.356
Si 44.226 -0.016 26.46
Si -46.707 -1.095 -3.34
Si 41.217 7.759 -6.964
Si -42.984 3.486 -3.327
Si -34.275 4.632 26.356
Si -46.069 1.529 26.172
Si 45.37 -1.778 24.398
Si -38.213 -4 26.304
Si -39.083 7.033 -3.111
Si -45.384 -3.855 -3.228
Si 48.282 2.002 23.896
Si -41.935 4.765 -5.744
Si -47.227 3.793 -3.026
Si -43.66 3.589 26.04
Si -41.192 -4.06 25.998
Si -48.932 7.954 -4.484
Si 43.49 -0.043 -1.993
Si 45.704 2.239 -2.261
Si 46.541 4.59 23.694
Si -43.363 -4.524 -7.099
Si 42.185 6.74 24.619
Si -43.623 -2.378 26.284
Si 50.264 -1.419 5.153
Si 52.996 1.325 5.146
Si 50.277 4.064 5.149
Si -44.901 6.774 5.103
Si 50.258 9.514 5.063
Si -44.922 -4.131 5.096
Si -42.165 -1.4 5.103
Si -39.411 1.342 5.13
Si -42.183 4.089 5.12
Si -39.457 6.778 5.174
Si -42.18 -6.838 5.133
Si 42.027 -4.131 5.225
Si 44.793 -1.406 5.182
Si 47.518 1.284 5.182
Si 44.75 4.067 5.206
Si 47.516 6.79 5.16
Si 44.766 -6.864 5.185
Si 47.523 -4.129 5.119
Si 51.626 -0.031 6.495
Si -43.55 2.715 6.474
Si -46.269 5.43 6.484
Si -43.56 -8.179 6.486
Si -46.299 -5.467 6.462
Si -43.554 -2.75 6.455
Si -40.813 -0.013 6.468
Si -38.083 2.697 6.538
Si -40.835 5.432 6.518
Si 43.413 -8.205 6.561
Si 40.682 -5.467 6.609
Si -38.086 -2.726 6.536
Si 46.154 -0.046 6.552
Si 48.89 2.698 6.493
Si 46.149 5.432 6.526
Si 48.904 8.169 6.471
Si 46.148 -5.465 6.5
Si 48.878 -2.761 6.497
Si 50.263 1.346 7.848
Si -44.913 4.073 7.843
Si 50.275 6.805 7.826
Si -44.931 -6.811 7.832
Si 50.27 -4.099 7.838
Si -44.906 -1.379 7.829
Si -42.177 1.358 7.826
Si -39.464 4.07 7.869
Si -42.197 6.799 7.863
Si 42.082 -6.816 7.939
Si -42.19 -4.096 7.829
Si -39.463 -1.354 7.862
Si 44.811 1.348 7.911
Si 47.534 4.07 7.86
Si 44.796 6.778 7.912
Si 47.533 -6.808 7.85
Si 44.812 -4.1 7.892
Si 47.536 -1.394 7.883
Si 48.899 0 9.215
Si -46.291 2.723 9.195
Si 48.906 5.45 9.193
Si -46.293 -8.158 9.198
Si 48.898 -5.441 9.204
Si -46.286 -2.72 9.186
Si -43.551 0.003 9.179
Si -40.833 2.715 9.214
Si -43.564 5.441 9.21
Si 40.748 -8.151 9.349
Si -43.562 -5.444 9.19
Si -40.839 -2.721 9.198
Si 43.467 -0.002 9.297
Si 46.181 2.725 9.247
Si 43.448 5.438 9.299
Si 46.176 -8.158 9.229
Si 43.456 -5.443 9.273
Si 46.172 -2.731 9.25
Si 50.281 -1.348 10.554
Si -44.912 1.37 10.538
Si -47.65 4.096 10.554
Si -44.927 -9.507 10.56
Si -47.656 -6.793 10.556
Si -44.92 -4.07 10.543
Si -42.194 -1.346 10.55
Si -39.466 1.37 10.582
Si -42.197 4.085 10.562
Si 42.118 -9.513 10.691
Si 39.423 -6.792 10.756
Si -39.48 -4.064 10.578
Si 44.84 -1.36 10.638
Si 47.553 1.369 10.594
Si 44.832 4.086 10.631
Si 47.552 6.809 10.572
Si 44.827 -6.801 10.613
Si 47.553 -4.08 10.584
Si 51.64 0.031 11.901
Si -43.565 2.733 11.913
Si -46.297 5.465 11.914
Si -43.569 -8.145 11.923
Si -46.294 -5.416 11.896
Si -43.566 -2.696 11.901
Si -40.839 0.016 11.921
Si -38.117 2.731 11.958
Si -40.838 5.446 11.924
Si 43.493 -8.143 12.021
Si 40.805 -5.423 12.081
Si -38.135 -2.708 11.962
Si 46.202 0.021 11.975
Si 48.911 2.754 11.936
Si 46.198 5.472 11.959
Si 48.906 8.179 11.926
Si 46.189 -5.429 11.948
Si 48.917 -2.694 11.918
Si 50.294 1.403 13.272
Si -44.933 4.103 13.259
Si -47.649 6.832 13.281
Si -44.938 -6.76 13.257
Si 50.28 -4.047 13.263
Si 53.001 -1.32 13.255
Si -42.187 1.393 13.272
Si -39.483 4.098 13.3
Si -42.203 -9.513 13.274
Si 42.173 -6.783 13.427
Si -42.202 -4.046 13.261
Si -39.491 -1.325 13.305
Si 44.864 1.39 13.359
Si 47.559 4.125 13.31
Si 44.871 6.828 13.362
Si 47.549 9.541 13.293
Si 44.859 -4.086 13.353
Si 47.578 -1.34 13.308
Si 48.945 0.048 14.635
Si 51.621 2.789 14.644
Si 48.9 5.508 14.664
Si -46.297 8.215 14.621
Si 48.899 -5.39 14.611
Si 51.633 -2.668 14.608
Si 54.361 0.046 14.609
Si -40.841 2.75 14.66
Si -43.569 5.443 14.622
Si -40.845 -8.141 14.624
Si -43.583 -5.386 14.603
Si -40.857 -2.69 14.638
Si 43.516 0.046 14.743
Si 46.212 2.783 14.697
Si 43.521 5.486 14.745
Si 46.224 8.21 14.711
Si 43.557 -5.445 14.781
Si 46.229 -2.713 14.671
Si -31.558 -0.919 -0.109
Si -28.051 1.064 -0.101
Si -31.493 4.266 -0.106
Si -28.716 7.18 -0.201
Si -30.953 -6.985 0.203
Si -28.209 -4.491 0.074
Si -25.897 -1.233 0.104
Si -23.236 1.528 -0.01
Si -25.467 3.751 -0.203
Si -22.663 6.565 -0.085
Si -25.848 9.72 0.102
Si -39.113 -4.453 -0.229
Si -36.318 -1.512 -0.358
Si -33.732 1.379 -0.425
Si -36.712 4.373 0.211
Si -33.612 6.594 0.06
Si -36.867 -6.65 -0.215
Si -34.112 -3.766 -0.207
Si -29.844 0.092 1.142
Si -27.016 2.688 1.226
Si -29.787 5.442 1.057
Si -27.07 8.097 1.244
Si -29.787 -5.451 1.463
Si -27.126 -2.796 1.31
Si -24.353 -0.015 1.37
Si -38.002 2.646 1.122
Si -24.349 5.401 1.122
Si -37.944 -8.158 1.253
Si -24.321 10.937 1.373
Si -37.979 -2.713 0.922
Si -35.254 0.105 0.977
Si -32.65 2.751 1.197
Si -35.228 5.585 1.474
Si -32.496 8.112 1.4
Si -35.261 -5.431 1.037
Si -32.603 -2.602 1.174
Si -31.2 1.431 2.529
Si -28.453 4.085 2.483
Si -31.108 6.704 2.628
Si -28.395 9.459 2.708
Si -31.239 -3.99 2.567
Si -28.555 -1.367 2.549
Si -25.732 1.353 2.693
Si -23.036 4.074 2.627
Si -25.723 6.708 2.56
Si -23.053 9.479 2.72
Si -25.718 12.262 2.716
Si -39.367 -1.438 2.387
Si -36.646 1.313 2.458
Si -33.948 4.048 2.657
Si -36.622 6.925 2.719
Si -33.948 -6.756 2.523
Si -36.658 -4.061 2.397
Si -33.978 -1.255 2.495
Si -32.572 0.04 3.875
Si -29.838 2.765 3.896
Si -32.533 5.396 3.965
Si -29.807 8.104 4.002
Si -32.594 -5.398 3.886
Si -29.88 -2.689 3.961
Si -27.165 -0.028 3.951
Si -24.384 2.728 4.034
Si -27.115 5.396 3.928
Si -24.437 8.098 4.008
Si -27.075 10.86 4.04
Si -24.401 -2.708 4.093
Si -38.041 -0.05 3.779
Si -35.352 2.669 3.903
Si -38.082 5.43 3.826
Si -35.264 8.276 3.992
Si -38.06 -5.423 3.771
Si -35.336 -2.689 3.812
Si -31.362 -1.369 16.131
Si -28.634 1.355 16.195
Si -31.385 4.09 16.177
Si -28.63 6.741 16.162
Si -31.385 -6.856 16.071
Si -28.628 -4.081 16.16
Si -25.924 -1.383 16.26
Si -39.495 1.421 16.067
Si -25.931 3.975 16.275
Si -39.485 -9.487 15.998
Si -25.94 9.474 16.215
Si -39.479 -4.05 15.979
Si -36.818 -1.322 16.055
Si -34.062 1.379 16.096
Si -36.796 4.103 16.085
Si -34.099 6.798 16.138
Si -36.783 -6.828 16.08
Si -34.1 -4.09 16.027
Si -30.018 0.003 17.501
Si -27.299 2.624 17.67
Si -30.014 5.444 17.539
Si -27.269 8.054 17.547
Si -30.003 -5.522 17.38
Si -27.307 -2.732 17.588
Si -24.626 -0.041 17.703
Si -38.145 2.77 17.477
Si -24.541 5.327 17.59
Si -38.176 -8.166 17.441
Si -24.594 10.85 17.552
Si -38.178 -2.691 17.396
Si -35.453 0.037 17.415
Si -32.753 2.72 17.524
Si -35.503 5.472 17.496
Si -32.732 -8.167 17.496
Si -35.367 -5.499 17.408
Si -32.8 -2.72 17.403
Si -31.374 1.341 18.87
Si -28.705 4.046 18.905
Si -31.331 6.873 18.884
Si -28.674 -6.865 18.784
Si -31.466 -4.209 18.613
Si -28.692 -1.331 18.899
Si -26.005 1.223 19.145
Si -39.55 4.191 18.756
Si -25.895 6.655 18.905
Si -39.591 -6.759 18.691
Si -25.941 -4.128 18.913
Si -23.357 -1.378 19.157
Si -36.76 1.389 18.829
Si -34.144 4.11 18.843
Si -36.881 -9.507 18.907
Si -34.07 -6.838 18.911
Si -36.745 -4.095 18.634
Si -34.127 -1.32 18.789
Si -32.781 0.022 20.206
Si -30.035 2.68 20.279
Si -32.712 5.472 20.116
Si -30.001 8.252 20.298
Si -32.614 -5.489 20.207
Si -30.171 -2.824 19.878
Si -27.443 -0.131 20.557
Si -24.686 2.65 20.51
Si -27.317 5.353 20.252
Si -24.557 8.023 20.258
Si -27.302 -5.562 20.133
Si -24.802 -2.786 20.475
Si 59.808 -0.031 20.13
Si -35.504 2.804 20.282
Si -38.341 5.521 20.305
Si -35.508 -8.138 20.277
Si -38.172 -5.386 19.918
Si -35.436 -2.796 20.059
Si -31.638 -1.726 21.289
Si -28.618 1.52 21.785
Si -31.581 3.937 21.487
Si -28.396 7.021 21.464
Si -30.946 -6.364 21.712
Si -28.84 -4.191 21.169
Si -26.644 -2.001 21.861
Si 58.596 1.591 21.28
Si -26.377 3.774 21.733
Si -39.45 7.224 21.643
Si -26.171 -7.165 21.441
Si -23.132 -3.932 21.645
Si 60.934 -1.701 21.404
Si -33.831 1.714 21.524
Si -37.208 3.886 21.567
Si -34.056 -9.55 21.485
Si -37.178 -6.874 21.402
Si -33.823 -3.91 21.376
Si -26.777 -3.204 24.455
Si -28.778 1.292 -3.084
Si -26.021 -6.571 -6.645
Si -32.253 8.096 23.65
Si -28.646 6.133 -3.082
Si -25.056 -7.138 26.002
Si -24.398 -3.077 -1.904
Si -36.785 -0.495 -3.364
Si -25.564 4.201 24.627
Si -31.981 -4.488 26.03
Si -37.044 -5.988 24.38
Si -25.453 -2.591 -4.532
Si -39.317 -1.335 -6.975
Si -34.009 4.887 -7.069
Si -36.299 -5.21 -5.319
Si -36.864 5.741 -6.631
Si -36.847 5.361 -3.593
Si -25.921 4.835 -3.123
Si -29.481 -1.609 -6.432
Si -28.196 5.292 25.946
Si -30.191 5.711 23.673
Si -32.865 4.996 -4.151
Si -34.588 -4.552 24.289
Si -30.427 -0.191 23.675
Si -35.381 7.765 -2.243
Si -32.094 -1.284 -5.306
Si -38.774 -6.87 -4.8
Si -24.976 -5.397 23.633
Si -37.241 7.424 25.389
Si -25.074 -5.875 -2.511
Si -34.061 -6.683 -4.201
Si -32.249 -5.265 -2.152
Si -40.6 1.59 23.93
Si -30.421 -1.41 -2.865
Si -33.21 7.662 26.466
Si -24.952 3.292 -5.674
Si -24.969 0.766 -6.937
Si -36.627 -2.174 -5.706
Si -35.497 -1.583 24.191
Si -30.824 7.031 -5.049
Si -23.534 6.88 -3.03
Si -29.484 -4.054 -2.814
Si -33.438 0.496 24.207
Si -27.074 -0.183 -5.109
Si -30.539 3.683 -2.929
Si -34.807 0.123 -5.457
Si -31.301 -3.651 -6.641
Si -32.012 -6.673 -6.343
Si -39.517 -0.03 -2.905
Si -34.931 3.605 -2.28
Si -35.706 5.38 23.729
Si -27.243 -5.201 -4.367
Si -40.046 6.788 24.79
Si -29.718 -2.585 25.489
Si -31.255 -1.329 5.281
Si -28.52 1.364 5.281
Si -31.193 4.059 5.324
Si -28.458 6.75 5.341
Si -31.231 9.522 5.251
Si -28.511 12.239 5.31
Si -25.817 -1.355 5.377
Si -23.056 1.363 5.423
Si -25.79 4.064 5.356
Si -23.085 6.771 5.412
Si -25.762 9.476 5.395
Si -39.425 -4.096 5.156
Si -36.707 -1.375 5.193
Si -33.958 1.349 5.255
Si -36.725 4.067 5.197
Si -33.919 6.816 5.259
Si -36.72 -6.723 5.236
Si -33.98 -4.041 5.216
Si -29.894 0.016 6.649
Si -27.168 2.697 6.688
Si -29.852 5.418 6.687
Si -27.149 8.129 6.728
Si -29.889 10.874 6.645
Si -27.177 -2.734 6.711
Si -24.452 -0.004 6.746
Si -21.737 2.709 6.828
Si -24.461 5.42 6.757
Si -38.092 -8.152 6.523
Si -40.81 -5.465 6.488
Si -21.739 -2.74 6.838
Si -35.344 -0.022 6.572
Si -32.607 2.705 6.629
Si -35.345 5.44 6.548
Si -32.587 8.173 6.631
Si -35.35 -5.385 6.592
Si -32.625 -2.708 6.611
Si -31.268 1.352 8.009
Si -28.526 4.052 8.057
Si -31.243 6.799 7.998
Si -28.545 9.509 8.033
Si -31.27 -4.079 7.98
Si -28.556 -1.36 8.032
Si -25.828 1.349 8.085
Si -23.122 4.066 8.151
Si -25.815 6.779 8.115
Si -39.461 -6.802 7.879
Si -25.832 -4.102 8.09
Si -23.125 -1.371 8.147
Si -36.717 1.353 7.906
Si -33.996 4.084 7.937
Si -36.725 6.806 7.885
Si -33.996 -6.783 7.938
Si -36.731 -4.052 7.934
Si -33.999 -1.362 7.964
Si -32.649 -0.006 9.34
Si -29.918 2.701 9.385
Si -32.641 5.435 9.315
Si -29.911 8.15 9.384
Si -32.645 -5.44 9.323
Si -29.929 -2.726 9.371
Si -27.203 -0.019 9.418
Si -24.491 2.696 9.481
Si -27.194 5.412 9.442
Si -40.835 -8.159 9.224
Si -27.201 -5.465 9.428
Si -24.491 -2.747 9.476
Si -38.102 -0.002 9.242
Si -35.368 2.718 9.278
Si -38.1 5.44 9.227
Si -35.373 -8.159 9.265
Si -38.106 -5.438 9.247
Si -35.377 -2.709 9.309
Si -31.302 -1.364 10.716
Si -28.574 1.341 10.76
Si -31.303 4.071 10.702
Si -28.574 6.783 10.766
Si -31.303 9.513 10.702
Si -28.578 -4.09 10.749
Si -25.865 -1.381 10.805
Si -23.147 1.338 10.863
Si -25.859 4.053 10.825
Si -39.467 -9.517 10.58
Si -42.201 -6.791 10.568
Si -23.14 -4.099 10.862
Si -36.754 -1.343 10.636
Si -34.024 1.367 10.67
Si -36.747 4.087 10.608
Si -34.023 6.801 10.643
Si -36.748 -6.8 10.609
Si -34.02 -4.079 10.664
Si -29.954 -0.009 12.098
Si -27.235 2.685 12.154
Si -29.958 5.414 12.087
Si -27.228 8.124 12.158
Si -29.953 10.863 12.077
Si -27.234 -2.743 12.144
Si -24.519 -0.033 12.19
Si -21.802 2.681 12.255
Si -24.511 5.398 12.207
Si -38.113 -8.161 11.956
Si -40.84 -5.425 11.927
Si -21.803 -2.742 12.252
Si -35.404 0.014 12.012
Si -32.675 2.718 12.053
Si -35.394 5.439 11.985
Si -32.681 8.145 12.034
Si -35.4 -5.446 11.986
Si -32.682 -2.722 12.049
Si -31.323 1.365 13.435
Si -28.618 4.054 13.473
Si -31.347 6.768 13.412
Si -28.62 9.498 13.464
Si -31.323 -4.086 13.405
Si -28.608 -1.369 13.474
Si -25.889 1.322 13.531
Si -23.179 4.035 13.594
Si -25.886 6.754 13.542
Si -39.474 -6.781 13.291
Si -25.88 -4.099 13.525
Si -23.176 -1.371 13.589
Si -36.771 1.388 13.351
Si -34.056 4.088 13.381
Si -36.761 6.798 13.33
Si -34.062 9.509 13.364
Si -36.777 -4.077 13.314
Si -34.06 -1.353 13.385
Si -32.701 0.001 14.759
Si -29.993 2.725 14.836
Si -32.727 5.435 14.783
Si -29.985 8.1 14.777
Si -32.704 -5.453 14.716
Si -29.988 -2.732 14.794
Si -27.266 -0.027 14.87
Si -24.544 2.653 14.932
Si -27.251 5.36 14.869
Si -24.536 8.113 14.913
Si -27.267 10.852 14.838
Si -24.543 -2.741 14.919
Si -38.156 0.043 14.691
Si -35.423 2.741 14.736
Si -38.13 5.444 14.676
Si -35.422 8.144 14.721
Si -38.109 -5.445 14.679
Si -35.463 -2.711 14.701
Si -14.944 -1.078 0.66
Si -11.837 1.098 0.206
Si -15.226 4.241 0.169
Si -12.611 7.052 0.166
Si -14.718 9.353 0.254
Si -11.797 12.008 0.123
Si -9.64 -1.142 0.409
Si -6.971 1.648 0.049
Si -9.252 3.834 0.037
Si -6.473 6.796 0.086
Si -9.768 -6.696 0.158
Si -22.62 12.07 0.168
Si -20.078 -1.692 0.21
Si -17.24 0.877 0.124
Si -20.433 4.333 0.15
Si -17.326 6.576 0.23
Si -20.498 9.803 0.171
Si -17.853 -3.844 0.131
Si -13.444 0.231 1.747
Si -10.768 2.742 1.472
Si -13.624 5.394 1.467
Si -10.958 8.123 1.477
Si -13.472 10.926 1.45
Si -10.818 13.569 1.591
Si -8.048 0.109 1.528
Si -21.642 2.684 1.305
Si -8.108 5.513 1.268
Si -21.656 8.149 1.356
Si -8.183 -5.539 1.506
Si -21.574 -2.778 1.601
Si -18.901 -0.101 1.458
Si -16.339 2.655 1.447
Si -18.943 5.471 1.526
Si -16.229 8.148 1.561
Si -18.94 -5.405 1.509
Si -16.285 -2.746 1.55
Si -14.913 1.519 2.962
Si -12.187 4.086 2.795
Si -14.908 6.757 2.907
Si -12.218 9.526 2.881
Si -14.878 -4.1 2.836
Si -12.186 -1.364 2.935
Si -9.441 1.41 2.897
Si -6.737 4.162 2.694
Si -9.493 6.774 2.735
Si -6.866 -6.82 2.95
Si -9.456 12.206 2.903
Si -23.018 -1.359 2.758
Si -20.303 1.329 2.705
Si -17.668 4.011 2.839
Si -20.312 6.861 2.803
Si -17.61 -6.8 2.843
Si -20.267 -4.127 2.953
Si -17.616 -1.404 2.929
Si -16.249 0.017 4.221
Si -13.527 2.819 4.273
Si -16.295 5.387 4.203
Si -13.554 8.142 4.239
Si -16.233 -5.463 4.198
Si -13.572 -2.727 4.24
Si -10.793 0.001 4.242
Si -8.062 2.8 4.166
Si -10.823 5.438 4.153
Si -8.209 8.103 4.226
Si -10.841 10.857 4.245
Si -8.122 13.61 4.236
Si -21.667 0 4.1
Si -19.026 2.669 4.165
Si -21.709 5.43 4.057
Si -18.981 8.18 4.197
Si -21.71 -5.515 4.156
Si -18.961 -2.737 4.291
Si -15.007 -1.383 16.382
Si -12.256 1.322 16.417
Si -15.056 4.045 16.416
Si -12.262 6.715 16.371
Si -15.021 9.441 16.313
Si -12.214 12.218 16.327
Si -9.519 14.911 16.44
Si -23.226 1.332 16.379
Si -9.517 3.961 16.506
Si -23.186 6.745 16.29
Si -9.525 9.424 16.386
Si -23.183 -4.085 16.302
Si -20.528 -1.378 16.389
Si -17.772 1.328 16.383
Si -20.52 4.021 16.38
Si -17.751 6.755 16.37
Si -20.447 -6.839 16.365
Si -17.765 -4.117 16.343
Si -13.634 -0.027 17.742
Si -10.907 2.591 17.874
Si -13.684 5.434 17.731
Si -10.874 8.029 17.727
Si -13.573 10.784 17.55
Si -10.896 13.551 17.763
Si -8.201 -0.081 17.877
Si -21.89 2.683 17.797
Si -8.105 5.326 17.816
Si -21.848 8.106 17.674
Si -8.142 -5.553 17.712
Si -21.909 -2.72 17.766
Si -19.161 -0.011 17.737
Si -16.435 2.672 17.772
Si -19.16 5.407 17.698
Si -16.385 8.116 17.721
Si -19.078 -5.483 17.743
Si -16.431 -2.732 17.681
Si -15.048 1.282 19.095
Si -12.371 4.027 19.049
Si -15 6.832 19.122
Si -12.293 9.414 18.966
Si -14.951 12.153 18.793
Si -12.244 14.97 19.109
Si -9.565 1.206 19.341
Si -23.306 4.052 19.138
Si -9.504 6.66 19.109
Si -23.287 9.482 18.919
Si -9.528 -4.23 19.02
Si -6.898 -1.507 19.231
Si -20.529 1.303 19.16
Si -17.845 4.059 19.085
Si -20.523 6.74 19.082
Si -17.701 9.464 19.129
Si -20.473 -4.097 19.043
Si -17.805 -1.367 19.085
Si -16.421 -0.047 20.481
Si -13.731 2.699 20.427
Si -16.418 5.435 20.355
Si -13.625 8.226 20.489
Si -16.118 10.831 20.273
Si -13.674 13.496 20.168
Si -10.98 -0.185 20.768
Si -8.213 2.693 20.644
Si -10.979 5.334 20.37
Si -8.176 8.02 20.506
Si -10.892 -5.618 20.29
Si -8.319 -2.937 20.522
Si -21.951 -0.036 20.537
Si -19.227 2.751 20.517
Si -21.924 5.433 20.51
Si -19.176 8.123 20.446
Si -21.974 10.879 20.249
Si -19.145 -2.744 20.47
Si -15.176 14.542 21.595
Si -12.281 1.523 21.84
Si -15.327 3.877 21.719
Si -12.055 6.954 21.657
Si -14.499 10.001 21.863
Si -12.295 -4.185 21.436
Si -10.016 -2.094 21.961
Si -23.091 1.553 21.883
Si -10.025 3.752 21.8
Si -22.972 7.124 21.802
Si -9.842 9.143 21.714
Si -6.689 -4.113 21.753
Si -20.864 -1.691 21.811
Si -17.585 1.649 21.741
Si -20.87 3.834 21.884
Si -17.725 6.786 21.724
Si -20.804 9.398 21.576
Si -17.33 12.369 21.442
Si -9.002 -2.759 24.783
Si -12.17 1.577 -2.904
Si -13.264 -5.7 -6.765
Si -15.929 -8.109 23.753
Si -12.475 6.021 -2.796
Si -14.58 6.101 -7.085
Si -8.213 -2.733 -1.926
Si -18.704 1.197 -2.695
Si -9.466 4.241 24.698
Si -20.768 -7.014 -6.429
Si -19.388 -6.087 26.254
Si -12.192 -3.403 -5.359
Si -23.615 -1.985 -6.716
Si -17.547 4.956 -6.817
Si -19.524 -3.752 -4.365
Si -20.27 6.451 -6.608
Si -20.728 6.083 -3.657
Si -9.69 5.145 -2.717
Si -5.693 1.156 24.682
Si -12.044 5.327 26.155
Si -13.962 5.738 23.844
Si -16.663 4.993 -3.819
Si -19.115 -5.072 23.432
Si -14.369 0.067 23.679
Si -19.038 8.07 -1.978
Si -17.071 -2.382 -5.172
Si -23.517 -6.808 -4.745
Si -8.416 -5.515 23.967
Si -20.756 7.456 25.844
Si -9.499 -3.982 -4.363
Si -18.518 -6.489 -4.369
Si -15.816 -4.928 -1.771
Si -24.243 1.334 24.761
Si -14.286 -1.833 -4.186
Si -23.128 5.274 -7.141
Si -10.18 3.241 -4.716
Si -9.803 0.85 -6.379
Si -21.362 -1.572 -4.573
Si -19.381 -2.064 24.213
Si -14.709 7.37 -4.329
Si -8.294 7.864 -2.055
Si -13.631 -2.727 -1.434
Si -17.357 0.197 24.119
Si -12.094 -0.432 -5.031
Si -14.358 3.458 -2.732
Si -18.722 -0.079 -5.348
Si -10.581 -0.736 26.074
Si -15.58 -6.077 -4.575
Si -21.482 -0.009 -2.059
Si -19.049 4.013 -2.597
Si -19.378 5.496 24.035
Si -8.474 -6.907 -4.84
Si -23.675 6.613 24.88
Si -13.617 -1.01 26.286
Si -14.919 -1.359 5.585
Si -12.19 1.366 5.566
Si -14.92 4.115 5.617
Si -12.172 6.784 5.559
Si -14.92 9.492 5.585
Si -12.209 12.223 5.586
Si -9.472 -1.366 5.608
Si -6.76 1.387 5.536
Si -9.469 4.093 5.54
Si -6.809 6.781 5.575
Si -9.512 9.487 5.603
Si -23.072 -4.102 5.453
Si -20.366 -1.354 5.534
Si -17.653 1.346 5.548
Si -20.387 4.067 5.467
Si -17.649 6.775 5.534
Si -20.36 -6.824 5.548
Si -17.589 -4.112 5.582
Si -13.552 -0.001 6.927
Si -10.825 2.72 6.914
Si -13.547 5.458 6.947
Si -10.856 8.133 6.964
Si -13.567 10.859 6.943
Si -10.85 -2.736 6.944
Si -8.108 0.015 6.923
Si -5.429 2.714 6.946
Si -8.145 5.427 6.95
Si -21.746 8.11 6.831
Si -24.438 -5.475 6.781
Si -5.415 -2.695 6.929
Si -19.012 -0.009 6.901
Si -16.291 2.704 6.911
Si -19.028 5.408 6.858
Si -16.297 8.129 6.913
Si -18.998 -5.461 6.898
Si -16.27 -2.731 6.94
Si -14.939 1.34 8.274
Si -12.202 4.061 8.282
Si -14.934 6.792 8.289
Si -12.221 9.494 8.307
Si -14.925 -4.099 8.295
Si -12.213 -1.374 8.293
Si -9.484 1.352 8.286
Si -6.792 4.058 8.307
Si -9.497 6.775 8.317
Si -23.101 9.492 8.167
Si -9.497 -4.107 8.298
Si -6.775 -1.356 8.297
Si -20.393 1.356 8.215
Si -17.674 4.059 8.242
Si -20.396 6.762 8.207
Si -17.664 -6.832 8.261
Si -20.382 -4.091 8.214
Si -17.664 -1.376 8.262
Si -16.311 -0.019 9.623
Si -13.578 2.697 9.628
Si -16.312 5.411 9.608
Si -13.587 8.14 9.659
Si -16.312 -5.465 9.622
Si -13.578 -2.735 9.653
Si -10.85 -0.016 9.641
Si -8.139 2.693 9.669
Si -10.857 5.406 9.664
Si -24.477 8.131 9.501
Si -10.853 -5.471 9.66
Si -8.136 -2.737 9.645
Si -21.771 -0.023 9.531
Si -19.041 2.699 9.592
Si -21.772 5.406 9.543
Si -19.047 8.123 9.582
Si -21.756 -5.466 9.539
Si -19.041 -2.738 9.594
Si -14.964 -1.38 10.993
Si -12.227 1.332 10.994
Si -14.963 4.043 10.974
Si -12.232 6.761 11.006
Si -14.965 9.494 10.992
Si -12.222 -4.106 11.004
Si -9.501 -1.385 11.005
Si -6.779 1.331 11.028
Si -9.507 4.038 11.026
Si -23.136 6.773 10.883
Si -25.858 -6.823 10.824
Si -6.778 -4.103 11.004
Si -20.425 -1.376 10.919
Si -17.696 1.334 10.964
Si -20.427 4.051 10.923
Si -17.693 6.765 10.948
Si -20.418 9.491 10.918
Si -17.692 -4.103 10.957
Si -13.605 -0.017 12.347
Si -10.871 2.67 12.376
Si -13.601 5.387 12.341
Si -10.863 8.103 12.37
Si -13.602 10.852 12.342
Si -10.862 -2.749 12.361
Si -8.144 -0.037 12.376
Si -5.418 2.676 12.397
Si -8.135 5.382 12.381
Si -21.788 8.128 12.263
Si -24.503 -5.469 12.202
Si -5.43 -2.748 12.378
Si -19.08 -0.026 12.304
Si -16.342 2.692 12.33
Si -19.072 5.407 12.288
Si -16.341 8.12 12.318
Si -19.072 -5.467 12.286
Si -16.35 -2.74 12.331
Si -14.984 1.339 13.701
Si -12.251 4.025 13.716
Si -14.993 6.735 13.668
Si -12.244 9.476 13.69
Si -14.986 -4.109 13.676
Si -12.245 -1.386 13.697
Si -9.508 1.31 13.741
Si -6.791 4.014 13.759
Si -9.513 6.718 13.733
Si -23.158 -6.823 13.598
Si -9.482 12.204 13.703
Si -6.789 -1.392 13.746
Si -20.467 1.326 13.647
Si -17.743 4.039 13.666
Si -20.441 6.762 13.635
Si -17.725 9.484 13.646
Si -20.454 -4.104 13.622
Si -17.737 -1.388 13.683
Si -16.373 -0.018 15.034
Si -13.635 2.696 15.082
Si -16.384 5.393 15.022
Si -13.619 8.085 15.006
Si -16.374 -5.472 14.999
Si -13.63 -2.744 15.027
Si -10.886 -0.049 15.078
Si -8.144 2.642 15.13
Si -10.865 5.332 15.094
Si -8.135 8.072 15.07
Si -10.849 10.827 15.022
Si -8.139 13.553 15.094
Si -21.854 -0.019 15.002
Si -19.125 2.686 15.02
Si -21.819 5.384 14.96
Si -19.089 8.127 15.002
Si -21.801 -5.467 14.985
Si -19.142 -2.741 15.021
O 11.279 -1.827 25.802
O -3.192 4.515 -1.287
O -3.779 3.589 23.331
O -8.851 -3.025 -5.509
O 4.75 6.531 -1.018
O -6.604 -1.661 -5.337
O 4.213 -7.068 26.15
O 1.455 6.935 24.505
O -5.625 -2.988 22.273
O 3.796 1.196 23.511
O -2.65 3.24 -3.419
O 10.415 7.361 -4.121
O -6.411 0.986 -1.337
O 5.089 -3.166 22.291
O -0.592 7.298 22.929
O -4.655 -0.924 -1.051
O -2.842 -2.604 -0.214
O 8.137 2.692 -0.595
O 2.749 -8.139 -0.389
O -1.861 7.348 -1.026
O -1.233 -5.059 23.266
O 0.384 7.209 -4.218
O -5.933 4.507 24.363
O 3.587 6.49 22.99
O 6.813 0.098 -4.514
O -0.137 5.53 -0.246
O -4.113 -6.368 23.444
O -2.507 5.522 22.276
O -1.059 -4.055 -1.262
O 6.047 4.244 -1.273
O 2.442 2.635 -3.382
O -2.758 -1.073 -5.181
O -4.657 -6.888 -6.484
O 5.045 1.118 -6.239
O -5.351 5.7 -0.408
O -0.136 -4.778 25.625
O 3.468 -4.489 -6.062
O 9.683 7.861 25.598
O -3.623 -1.738 23.28
O -4.044 -7.501 -1.082
O -0.008 -2.858 22.242
O -4.785 -0.138 24.889
O 5.39 -0.176 -0.405
O 4.746 -4.371 -3.351
O -7.249 6.5 23.311
O 2.487 -5.178 25.558
O 1.168 3.526 -1.21
O -5.49 -5.453 -0.302
O -7.023 -6.823 -5.528
O 5.169 5.457 -3.402
O -1.373 0.914 23.445
O 7.418 5.282 -4.643
O 5.469 -5.439 -0.31
O 0.127 2.718 22.345
O 1.019 -6.398 -1.313
O -2.822 8.057 -3.346
O 3.844 -3.529 -1.015
O -3.971 5.697 -3.479
O -1 -3.001 -5.461
O 5.553 2.699 22.294
O -1.587 1.933 -1.287
O 6.949 -1.777 23.481
O 4.651 1.246 -3.675
O 6.915 -2.209 -1.208
O 5.501 8.105 22.218
O 18.15 -2.693 26.013
O 1.663 -1.632 -1.199
O 7.255 -7.177 -1.202
O 3.598 1.502 -1.306
O -2.838 -4.455 -3.231
O -0.209 -0.528 -5.452
O 6.669 -7.598 25.54
O -1.779 0.778 -3.636
O 0.658 -2.008 -3.56
O 1.395 -2.835 24.776
O 1.7 -6.87 -3.832
O -4.884 2.355 25.385
O 5.756 7.523 -4.809
O -5.483 8.098 22.311
O -9.814 0.257 25.062
O -11.104 2.595 -3.555
O -8.326 0.759 22.953
O -8.883 -0.421 -6.009
O -6.131 6.636 25.751
O 1.74 4.62 23.209
O -0.019 0.1 -0.275
O 1.543 -2.616 -5.943
O -0.24 -5.222 -3.392
O -5.219 8.08 -4.258
O 9.611 0.952 26.019
O 1.209 4.891 -3.48
O 3.05 -5.291 22.196
O -2.445 -6.105 25.4
O 13.744 -2.425 25.302
O 9.187 -3.485 -1.357
O 1.753 -1.039 22.912
O 2.249 0.117 -3.138
O 9.94 -4.934 22.884
O 3.807 1.318 26.218
O 4.41 6.56 -6.72
O -5.333 -0.302 -3.479
O 7.223 4.524 23.193
O 3.259 -2.232 -3.18
O -1.826 -6.438 -1.772
O 2.968 7.538 -4.887
O 5.561 -0.122 24.918
O 7.919 3.984 -6.764
O -4.041 -2.448 25.874
O -1.369 5.455 -3.208
O 8.72 -6.044 25.28
O -4.757 -7.486 25.805
O 3.019 -0.821 25.098
O -3.587 4.555 25.788
O 8.098 2.969 25.145
O 5.095 6.791 26.293
O 5.927 4.454 25.48
O -3.54 -3.615 -5.626
O 3.344 5.165 25.202
O 7.196 6.979 -2.701
O -0.331 5.138 -5.649
O -3.946 1.401 -2.122
O -3.392 6.888 -5.685
O -1.934 1.274 -6.205
O 8.318 -1.785 -3.351
O -1.38 1.397 26.068
O 7.302 -4.158 -3.091
O -5.033 -2.985 -3.612
O 23.301 -6.663 23.393
O 13.099 4.231 -0.987
O 13.452 5.263 22.165
O 8.226 -1.553 -6.002
O 20.511 6.302 -1.178
O 10.812 -1.161 -6.172
O 20.705 -2.596 25.046
O 17.736 6.84 23.977
O 10.855 -2.814 21.763
O 21.663 2.749 22.048
O 14.007 3.07 -3.678
O 27.491 5.011 -0.254
O 10.021 0.969 -1.529
O 20.91 -4.17 23.056
O 15.376 7.144 22.78
O 11.789 -0.913 -1.126
O 13.642 -2.621 -0.361
O 24.665 2.728 -0.442
O 18.944 -8.122 -0.335
O 13.914 6.755 -0.963
O 14.689 -3.699 23.188
O 10.748 3.122 25.299
O 18.766 0.019 -5.559
O 16.123 5.484 -0.237
O 12.491 -5.805 22.535
O 15.098 5.735 25.144
O 15.542 -4.26 -1.143
O 22.788 4.156 -1.45
O 18.868 2.876 -3.288
O 13.2 -0.523 -5.362
O 10.922 5.546 -0.235
O 19.545 -4.119 -4.092
O 23.802 7.318 24.479
O 12.306 -1.467 23.354
O 12.847 -6.633 -1.381
O 16.601 -2.759 21.871
O 15.924 -3.811 25.424
O 21.803 0.041 -0.341
O 18.095 -4.073 -1.911
O 9.46 6.637 23.21
O 17.77 -5.305 26.419
O 17.584 3.521 -1.131
O 10.835 -5.322 -0.408
O 18.411 5.417 -2.686
O 14.892 0.856 23.231
O 24.342 3.521 -6.559
O 21.918 -5.617 -0.354
O 16.296 2.779 22.139
O 17.108 -6.38 -1.165
O 12.854 7.91 -3.318
O 20.621 -3.918 -1.595
O 12.001 5.638 -2.739
O 11.864 -3.946 24.357
O 23.962 -7.954 -4.048
O 17.995 -2.475 -5.63
O 14.771 1.867 -1.357
O 23.343 0.139 22.999
O 28.438 5.933 25.23
O 20.549 1.066 -3.872
O 23.681 -1.326 -1.473
O 21.688 8.063 22.165
O 29.83 -0.064 25.517
O 19.998 -6.818 26.32
O 17.664 -1.668 -1.076
O 18.969 -5.505 22.103
O 23.547 -7.47 -1.368
O 20.492 2.054 -1.333
O 13.871 -5.179 -6.33
O 16.024 -0.57 -5.769
O 16.341 -5.239 -3.414
O 22.466 -7.252 25.925
O 14.796 0.65 -3.727
O 17.208 -1.027 -3.614
O 20.913 4.894 -3.242
O 15.7 0.534 25.874
O 15.751 -6.792 -5.42
O 11.311 3.154 22.247
O 21.892 7.292 -5.145
O 11.004 -7.986 22.029
O 7.901 -0.972 25.782
O -29.463 7.056 -4.146
O 21.485 -0.453 -5.689
O 24.244 -5.568 -2.97
O 9.61 1.592 23.465
O 11.247 1.347 -5.217
O 11.003 5.69 25.147
O 18.07 4.434 23.003
O 16.267 0.175 -0.115
O 19.885 -4.083 -6.642
O -26.676 -7.058 26.084
O 8.634 -7.273 -3.451
O 25.463 -2.101 24.894
O 16.524 3.801 -3.615
O 17.109 -7.158 22.94
O 10.457 3.314 -6.757
O 29.064 -0.66 22.985
O 25.904 -1.101 -2.921
O 18.579 -1.256 22.834
O -20.404 -1.174 23.31
O 25.45 -4.138 23.286
O 23.139 -3.084 24.074
O 17.39 0.754 23.909
O 19.803 7.426 -3.404
O 11.112 -0.575 -3.581
O 21.96 4.556 25.212
O 24.156 -3.015 -3.381
O 23.25 4.599 22.905
O 18.665 7.165 -5.8
O 24.497 -4.353 25.799
O 15.815 -8.046 25.05
O 33.105 -7.923 25.005
O 4.418 -7.032 -6.186
O 14.599 5.447 -3.026
O 24.968 -6.862 25.455
O 26.899 -5.254 26.334
O -43.49 -6.132 -7.041
O -31.052 -7.803 -5.675
O -17.934 -1.325 24.114
O 23.444 2.471 24.45
O -24.253 6.389 -6.706
O 21.592 -1.713 22.625
O 19.365 5.063 25.184
O 23.135 6.186 -3.037
O -25.212 2.625 24.674
O 15.078 4.766 -5.554
O 12.494 1.3 -2.434
O -23.728 0.945 23.274
O 12.438 6.198 -5.282
O 20.211 -7.113 -5.321
O 14.525 1.506 -6.273
O 23.553 -0.564 -4.015
O 15.458 3.053 25.589
O 21.871 4.192 -6.457
O -45.252 1.719 -1.412
O 13.653 -6.088 -3.926
O 40.09 -6.42 22.984
O 39.936 5.993 -3.054
O 32.45 7.642 22.585
O 23.67 -1.45 -6.546
O 36.575 6.388 -1.429
O 25.194 -3.488 -6.053
O 33.499 -3.604 25.575
O 35.776 6.005 25.476
O 27.323 -2.578 22.214
O 34.235 0.901 24.36
O 29.582 3.015 -0.123
O 42.07 6.89 -1.766
O 26.96 1.751 -1.259
O 37.526 -3.255 22.778
O 45.373 -5.914 23.103
O 27.589 -1.235 -0.914
O 29.83 -2.665 -0.482
O 36.014 -0.014 -3.549
O 35.033 -8.056 -0.578
O 30.549 7.08 -1.313
O 30.969 -4.34 22.939
O 30.807 6.757 -6.044
O 41.248 -3.779 -1.597
O 36.783 6.171 23.113
O 45.604 0.782 26.132
O 32.385 5.473 -0.479
O 28.819 -5.984 23.005
O -39.381 0.811 -1.551
O 31.805 -4.177 -1.466
O 40.6 2.635 -0.658
O 29.668 -1.119 -5.172
O 36.08 -3.432 25.499
O 42.941 0.911 26.19
O 25.727 6.489 -1.376
O 30.96 0.709 -6.576
O 44.229 -1.323 25.478
O 41.307 7.903 25.283
O 41.435 2.785 25.18
O 29.296 -6.955 -1.427
O 32.837 -2.64 22.14
O 31.09 -6.793 23.847
O 37.884 -0.048 -0.487
O 34.251 -4.337 -2.662
O 25.784 6.254 23.122
O 28.853 -7.849 -6.076
O 33.968 3.694 -1.484
O 27.316 -5.503 -0.446
O 26.82 6.489 -6.577
O 37.446 5.353 -3.604
O 31.797 0.67 23.203
O 41.866 3.626 -6.825
O 38.227 -6.566 -1.671
O 32.918 2.818 22.327
O 33.16 -6.405 -1.531
O 28.627 6.174 -4.726
O 36.638 -4.371 -1.395
O 26.185 6.594 -3.959
O 32.653 -1.101 24.998
O 30.064 8.088 -3.727
O 34.822 -5.792 25.395
O 38.315 2.674 22.241
O 31.135 1.334 -1.366
O 39.579 -1.549 23.007
O 30.156 -3.617 -4.492
O 39.594 -1.771 -1.384
O 38.3 -8.153 22.207
O 38.763 -6.435 -4.248
O 31.068 4.052 -6.396
O 35.205 -2.597 -0.343
O 35.66 -5.164 22.178
O 39.835 7.853 -1.076
O 35.971 1.454 -1.36
O 27.007 -5.31 -6.286
O 32.309 -0.963 -5.083
O 22.568 -6.915 -6.57
O 32.738 5.63 -4.894
O 30.879 0.913 -3.948
O -20.265 -6.012 22.822
O 38.741 4.26 -1.535
O -9.607 -7.443 -5.874
O 32.107 -5.243 -3.855
O 27.317 2.832 22.031
O -36.195 -3.695 -5.799
O 27.272 -8.04 22.271
O 25.537 1.463 23.119
O 38.045 -1.418 -4.494
O 9.321 7.486 -1.306
O 15.85 -1.429 24.168
O 23.717 1.075 -6.02
O 26.103 6.954 25.639
O 34.694 4.616 23.309
O -41.868 3.747 -4.472
O 34.402 -1.883 -6.459
O 27.813 -2.935 -5.627
O -26.582 -3.723 -4.368
O 37.198 7.969 -3.408
O 34.375 3.892 -4.074
O 33.595 -6.408 23.006
O 26.302 1.91 -6.372
O -19.805 -3.869 -5.955
O 19.326 -0.426 25.221
O 34.89 -1.147 22.912
O 33.967 1.553 -3.048
O 42.025 -4.621 23.001
O -36.479 5.862 -5.075
O -31.285 -5.871 26.487
O -20.436 4.498 23.319
O 28.217 0.209 -2.945
O 41.619 5.329 25.125
O 36.418 -3.315 -3.768
O 40.311 4.122 23.124
O -46.279 2.627 -3.611
O 35.038 5.634 -6.13
O 38.287 -2.172 25.117
O 28.763 2.702 -5.775
O 41.23 6.164 -6.665
O 39.268 4.287 25.54
O 25.967 -7.512 -2.502
O 41.106 -5.837 25.298
O -22.33 6.054 -3.709
O 41.944 6.762 23.024
O 36.595 0.859 23.157
O 30.837 5.007 25.313
O -11.08 -4.241 -4.562
O -24.599 -6.442 -5.883
O 38.238 1.948 26.122
O 30.848 -5.392 -6.287
O -34.239 2.152 -1.84
O 46.139 7.896 25.441
O 43.227 2.63 -4.797
O -39.884 2.738 -7.202
O 29.241 2.561 -2.713
O 43.336 2.419 22.01
O 26.746 4.32 -5.204
O 32.451 -3.457 -5.842
O 26.908 2.219 -3.849
O -26.122 4.186 -1.644
O -19.449 -7.057 -5.527
O 28.873 -2.414 24.854
O 26.38 -4.35 -3.889
O -42.312 -5.691 22.378
O 45.205 3.552 -1.472
O 45.27 3.838 23.026
O -34.914 1.462 -6.338
O -44.512 6.152 -1.486
O -47.363 2.482 26.295
O 46.335 -6.215 -3.459
O -47.565 7.002 23.77
O 43.556 -2.705 21.974
O -45.563 1.401 22.694
O 45.778 2.549 -3.845
O -39.055 7.333 -1.523
O 39.236 3.554 -4.025
O -43.812 -2.985 21.851
O 48.41 7.985 22.377
O 43.792 -0.95 -0.722
O 45.931 -2.688 -0.621
O -40.683 2.684 -0.444
O -46.252 8.013 -0.748
O 46.719 6.758 -1.278
O 47.422 -4.352 22.818
O -48.413 6.448 -4.769
O 45.986 5.317 25.028
O -45.272 6.385 22.634
O -8.273 -7.827 -3.53
O 48.813 5.349 -0.587
O -33.193 -4.742 25.023
O 47.046 5.728 22.649
O 47.432 -4.611 -1.611
O -42.423 3.829 -1.852
O 20.932 6.975 25.899
O -44.787 2.456 25.895
O -44.543 -3.651 25.873
O -46.528 5.259 -2.958
O 43.559 5.318 -0.511
O 46.95 -5.105 25.241
O -35.35 -3.148 24.544
O -40.603 7.968 25.774
O 45.17 -1.023 22.969
O 44.75 -7.187 -1.664
O -48.894 -2.503 21.951
O -9.041 2.691 24.751
O -43.507 -0.104 -0.631
O -46.326 -5.123 -3.658
O -28.339 -3.142 24.857
O 39.715 -4.018 23.997
O -47.63 3.409 -1.508
O 43.187 -5.4 -0.705
O 41.49 -3.776 -6.494
O -26.311 -8.162 -6.839
O 47.451 1.269 22.7
O -40.866 0.273 -3.755
O -43.445 -5.473 -0.789
O 48.892 2.968 21.447
O -47.7 -6.421 -1.789
O 45.676 7.538 -3.514
O -45.286 -3.817 -1.613
O 43.476 -5.518 -6.149
O 45.352 -3.383 24.16
O -43.903 -3.788 -3.868
O 48.4 -2.535 -5.675
O -43.576 2.883 21.785
O 47.101 1.779 -1.59
O -41.955 -1.409 22.91
O 41.262 -5.639 -4.709
O 18.651 0.52 -2.113
O -41.801 -2.007 -1.413
O -43.6 -8.008 21.866
O -42.683 -7.701 -4.311
O -45.069 -6.271 26.443
O -47.287 -1.252 -1.839
O -45.887 -5.063 21.945
O -41.688 -7.098 -1.92
O -29.881 -3.137 -6.032
O 46.773 -3.734 -4.022
O -48.636 -0.374 -6.859
O -39.726 -3.476 26.255
O -42.911 -7.235 25.346
O 45.291 2.877 -6.395
O -47.853 -0.875 -4.454
O -44.743 7.032 -3.935
O -48.051 1.822 23.571
O 48.25 7.901 -3.033
O -26.291 3.448 -6.588
O -42.421 -3.9 -5.949
O 43.728 -7.902 22.164
O -7.19 0.953 25.279
O 24.699 0.353 25.255
O -42.67 -1.448 -4.847
O -37.919 -4.724 24.882
O -9.265 -7.515 -1.161
O 40.814 -7.885 -3.476
O 43.765 6.859 24.934
O -47.25 4.615 22.635
O 48.814 0.076 -0.644
O -47.061 -2.524 -6.427
O -47.709 -7.318 -4.336
O 6.532 2.75 -4.795
O -39.553 1.246 25.108
O -48.512 3.906 -3.989
O -16.931 -7.863 24.998
O 48.661 -7.676 24.926
O 1.495 -7.29 22.955
O -39.917 -3.955 -1.554
O -47.245 -0.608 22.732
O -45.595 0.083 -3.442
O -39.876 -4.601 22.513
O -43.401 -1.331 25.067
O -26.336 -1.941 23.49
O -48.423 -6.422 -7.023
O 44.685 0.543 -5.295
O -41.032 5.523 24.945
O -46.064 -2.504 -3.728
O -41.945 4.927 22.461
O 48.872 -5.229 -3.658
O -40.624 -6.49 24.113
O -40.8 -1.01 25.359
O -4.975 -5.529 -4.327
O -20.748 7.887 -7.214
O -11.808 0.114 -3.52
O 47.338 5.497 -3.589
O -13.372 5.133 -6.589
O -41.611 -4.089 24.417
O -37.603 -7.374 24.983
O -46.316 0.474 24.975
O 28.081 7.235 -2.205
O -40.699 3.173 23.832
O -44.932 7.448 25.61
O -43.113 3.97 24.575
O 47.395 -4.91 -6.277
O -46.061 5.23 24.886
O -40.648 7.265 -3.474
O -38.248 2.67 21.872
O 48.001 4.749 -6.039
O 44.671 1.017 -2.15
O -40.252 -6.562 -4.168
O 47.808 -8.044 -5.565
O -24.359 5.159 25.179
O 47.47 1.593 -7.063
O 8.827 1.295 -6.248
O 48.012 1.177 25.245
O -44.248 7.832 -6.32
O -41.337 -3.324 -3.613
O 45.852 -2.711 -6.238
O -25.304 -6.678 22.724
O -35.553 4.01 -0.862
O -36.854 4.472 23.053
O -40.225 -1.444 -5.646
O -28.172 6.873 -1.715
O -20.215 -0.687 -5.303
O -23.81 8.095 -4.041
O -31.254 6.879 24.007
O -38.186 -2.738 21.823
O -29.344 0.906 23.138
O -35.488 -1.145 -6.202
O -33.982 -1.02 24.269
O -20.498 -7.258 26.008
O -27.922 -3.049 21.916
O -33.136 7.805 22.336
O -36.662 -0.756 -1.774
O -35.233 -2.686 -0.719
O -24.316 2.634 -0.544
O -29.871 -8.014 -0.459
O -34.191 7.387 -1.229
O -34.39 -4.685 22.689
O -32.128 6.469 -4.198
O -36.229 6.805 24.288
O -28.999 6.328 22.794
O -28.278 -1.134 -5.54
O -32.552 5.469 -0.49
O -36.976 -6.026 22.771
O -34.664 5.688 22.54
O -33.401 -4.302 -1.569
O -13.224 1.076 23.128
O -29.613 2.559 -3.594
O -37.742 -5.622 -4.687
O -21.553 5.391 -0.436
O -26.464 0.311 -6.522
O -37.872 5.324 -0.435
O -44.839 -3.881 -6.927
O -30.791 -0.694 -6.087
O -24.696 7.756 25.364
O -36.165 -1.298 22.747
O -36.289 -7.408 -1.542
O -32.782 -2.74 21.886
O -35.522 -5.742 24.86
O -27.003 -0.153 -0.416
O -31.049 -4.416 -2.786
O -39.989 7.033 23.177
O -37.914 4.508 -6.758
O -31.157 3.368 -1.455
O -37.993 -5.558 -0.716
O 30.22 6.421 23.158
O -29.689 5.006 -2.629
O -34.27 1.182 22.997
O -35.168 -5.513 -4.216
O -27.132 -5.658 -0.277
O -32.722 2.853 21.904
O -31.711 -6.205 -0.981
O -36.214 6.426 -2.548
O -28.855 -4.083 -1.34
O -36.233 3.866 -3.285
O 20.044 6.185 22.93
O -28.74 -5.074 -3.808
O -32.479 -2.704 -6.008
O -27.508 2.664 22.222
O 11.184 -6.528 24.573
O -15.674 3.729 -3.621
O -30.964 -3.564 25.157
O -41.205 -5.636 26.486
O -25.196 -1.866 -1.22
O -27.29 8.103 22.002
O -26.372 -6.174 -3.414
O -29.263 -7.492 26.353
O -30.847 -1.694 -1.342
O -29.843 -5.178 22.047
O -25.083 -6.975 -1.316
O -27.573 1.002 -4.125
O -12.16 -6.817 -6.363
O -33.246 -0.189 -5.313
O 13.541 -7.832 -6.026
O -33.804 1.231 25.583
O -35.53 0.314 -4.009
O -31.745 -1.537 -3.757
O -27.318 5.435 -3.699
O -31.836 0.547 23.983
O -33.465 -6.921 -5.681
O -38.471 5.556 -3.428
O -27.232 -5.903 -5.814
O -38.214 -8.055 21.823
O -42.058 0.89 24.217
O -42.805 4.024 -6.895
O -26.03 -1.103 -4.295
O -27.681 6.814 25.997
O -40.071 0.925 22.56
O -37.885 -1.957 -6.674
O -38.562 6.497 25.352
O -30.956 4.539 22.869
O -32.605 0.203 -0.754
O 42.69 -7.983 -6.588
O -32.837 -6.234 -3.278
O -36.457 -0.816 25.237
O -22.997 1.78 25.721
O -31.674 3.913 -4.046
O -31.429 -6.893 23.199
O -14.502 -5.743 -5.722
O -19.742 -2.318 25.755
O -23.007 -3.359 -1.151
O -30.667 -1.263 22.5
O -29.763 0.034 -3.015
O -23.735 -4.566 23.024
O -25.909 -3.351 25.806
O -12.122 -0.948 25.702
O -10.005 -2.22 25.907
O -8.721 6.326 -2.249
O -13.715 -1.754 -0.174
O -29.336 -2.521 -3.292
O -25.828 4.553 23.058
O -34.75 -8.023 -3.627
O 39.03 -3.55 -3.238
O -11.386 0.609 -6.025
O -33.222 -8.071 24.941
O -15.161 -7.477 -3.918
O -23.746 -5.805 -3.468
O -33.827 4.646 -2.879
O -24.53 -5.921 25.086
O -1.563 -7.948 -6.761
O -4.707 -4.926 25.662
O -29.928 -1.057 24.953
O -35.029 4.56 24.932
O -10.834 4.493 25.492
O 17.925 -7.212 -4.069
O 34.225 -0.558 -1.543
O -24.994 0.072 25.503
O -29.497 5.125 24.997
O -24.88 6.036 -2.953
O 29.074 4.172 23.376
O -33.742 4.758 -5.477
O -38.15 0.316 -3.702
O -18.75 4.801 25.344
O -16.581 -3.527 -6.192
O -31.487 -5.157 -6.124
O 36.087 -0.774 25.247
O -24.238 -2.765 -3.474
O -33.021 3.606 26.366
O -25.309 3.775 -4.18
O -25.256 -4.439 -1.785
O -0.266 -7.229 24.756
O -9.314 -6.511 23.093
O -19.517 3.752 -1.074
O -40.463 5.089 -6.339
O -24.87 -2.725 -6.023
O -12.175 6.44 -1.267
O 28.316 -2.318 -3.187
O 42.659 1.106 -6.844
O -14.991 6.949 24.108
O -22.009 -2.83 22.086
O 25.585 -3.857 -1.392
O -18.548 2.669 -3.307
O -6.911 7.717 -1.207
O -22.668 0.808 -1.35
O -11.262 -3.16 22.247
O -16.791 7.921 22.424
O -20.902 -1.137 -1.069
O -18.966 -2.753 -0.363
O -8.141 2.702 -0.398
O -13.673 -8.105 -0.263
O -17.961 7.339 -1.048
O -17.775 -5.074 22.557
O -15.788 6.334 -3.727
O -20.019 6.91 24.5
O -12.711 6.256 22.968
O -38.24 8.153 -3.955
O -16.239 5.457 -0.286
O 42.955 -3.537 -4.397
O -18.26 5.812 22.919
O -17.296 -4.546 -1.239
O -9.976 4.301 -1.353
O -13.676 2.09 -3.263
O 10.217 -6.929 -5.78
O -14.382 -2.438 26.252
O 41.253 0.288 22.059
O 42.576 -1.175 -5.573
O -39.512 -1.616 -2.571
O -15.864 -1.852 -4.27
O -43.678 2.013 -3.471
O -22.065 -6.78 -5.464
O -19.787 -7.089 -1.163
O -16.31 -2.849 22.12
O -18.751 -5.612 24.87
O -10.804 -0.122 -0.09
O -14.873 -3.727 -1.296
O -23.481 6.651 23.271
O -13.256 7.121 -3.67
O -14.748 3.418 -1.158
O -21.585 -5.406 -0.347
O 31.993 1.385 25.684
O -13.299 4.654 -2.885
O -18.282 1.114 23.145
O -9.321 2.118 -5.509
O -10.745 -5.475 -0.35
O -16.492 2.812 22.143
O -15.389 -6.321 -1.083
O -20.166 7.031 -2.479
O -12.278 -3.596 -1.283
O -20.305 4.556 -3.427
O 3.381 4.52 -1.847
O -7.528 -2.553 25.445
O -15.918 0.443 23.408
O -11.129 2.617 22.3
O -17.825 1.157 -1.358
O 19.517 -1.914 -2.792
O 6.161 -2.478 -4.69
O 1.005 -7.59 -6.282
O -8.972 -1.777 -0.909
O -10.933 8.022 22.193
O 36.883 3.848 24.569
O -35.919 -6.035 -6.651
O 35.037 6.407 -3.638
O -13.346 -5.191 22.241
O 43.868 -7.117 -4.205
O -12.172 1.62 -1.293
O -19.304 -5.214 -3.729
O -17.719 -1.164 -6.017
O 13.091 4.159 25.697
O -9.863 -7.466 26.435
O -18.219 0.155 -3.819
O -11.599 6.867 26.323
O -11.006 5.797 -3.392
O 8.341 5.595 25.311
O -11.122 4.017 -5.777
O -21.979 2.693 22.286
O 47.732 3.536 24.043
O -21.88 -8.018 22.147
O -23.102 7.25 -1.507
O 42.136 0.779 -1.642
O -13.769 -1.716 -2.668
O 27.3 -0.258 24.857
O -22.291 6.942 25.688
O -23.927 -0.44 -6.989
O -9.135 4.202 -3.917
O -14.715 4.523 23.088
O -15.986 -0.136 -0.191
O -9.33 -4.307 24.511
O -15.656 -5.002 -3.366
O 43.447 -1.097 -3.2
O 36.301 -5.92 -3.394
O 7.228 -6.518 23.14
O -15.031 -6.822 23.337
O -38.827 -7.191 -6.387
O -47.571 -6.756 23.051
O -7.365 -3.859 -1.146
O -14.227 -1.336 22.873
O -13.712 -0.604 -5.087
O -7.213 -4.917 23.075
O 0.38 -0.347 25.05
O 31.092 -2.827 26.21
O 41.041 -1.984 -3.549
O -22.053 -0.668 -3.42
O -8.305 5.184 25.312
O 39.045 -7.259 26.249
O -9.616 4.603 23.127
O -18.261 -7.578 -3.218
O -14.695 7.25 -5.948
O -44.161 4.546 -3.577
O 9.135 3.163 -4.54
O -18.856 5.884 -7.2
O -17.802 5.04 -2.67
O -7.833 -6.288 25.249
O 45.241 -7.627 -6.324
O -42.596 6.155 -5.296
O 6.368 -4.992 25.069
O -12.536 -4.252 -6.683
O 31.905 3.166 -3.089
O -19.517 -3.516 23.517
O -20.076 6.625 -5.018
O -13.371 5.218 25.242
O 20.615 1.832 -6.418
O 23.097 3.802 -4.143
O -17.451 4.87 -5.213
O -20.27 0.998 -2.376
O -23.651 3.992 -6.329
O -28.32 1.68 -1.584
O -5.882 1.592 23.12
O -18.647 1.29 -6.18
O -7.235 -1.834 -2.806
O -17.205 0.656 25.636
O -22.347 -2.077 -5.737
O -9.312 -3.383 -2.889
O -20.746 -2.873 -3.801
O 17.678 -5.07 -5.673
O -21.562 5.491 -6.801
O 28.853 4.88 -7.187
O 40.691 1.828 -5.251
O -36.907 -1.91 -4.135
O -17.114 -6.149 -5.097
O -8.805 -5.415 -4.379
O 11.099 -6.484 -3.361
O -30.617 5.988 -6.282
O 29.789 -4.882 25.177
O -41.544 0.734 -6.246
O 23.893 5.868 -5.524
O 19.892 1.039 23.031
O -18.151 -2.947 -4.129
O -2.182 -0.866 25.202
O 6.009 -5.025 -5.443
O -26.941 4.404 25.449
O -11.547 -1.908 -5.449
O 24.583 4.857 25.051
O 40.19 -7.724 -6.032
O -13.635 -3.238 -4.657
O -26.356 -4.548 23.644
O -14.374 -0.016 25.284
O 5.874 -2.571 25.829
O 38.695 2.953 -6.541
O -9.218 -1.951 23.39
O 36.418 -0.216 -6.172
O 46.8 -1.25 24.974
O 38.128 1.2 -4.672
O 2.208 -4.574 -2.753
O -24.525 1.738 -5.722
O 38.076 -3.792 -5.724

Results
total energy: -609931.944 eV
total energy less fixed offsets of O -438.25, Si -107.07 eV per atom: -12.744 eV

Forces (eV/angstrom) on atoms 609 to 1288 of the 3024, counted in the order above; the others are left out for length: element, x, y, z
Si 0.005 0.005 0
Si 0.002 -0.004 -0.003
Si -0.013 0.003 -0.007
Si 0.002 0.005 0.002
Si -0.002 0 -0.012
Si -0.008 -0.008 -0.004
Si 0.004 0.011 0
Si -0.001 0.005 -0.005
Si -0.009 -0.003 -0.005
Si 0.001 0.011 -0.004
Si -0.009 -0.008 -0.003
Si 0.001 -0.006 0.003
Si 0.007 -0.005 -0.008
Si 0.003 -0.001 -0.005
Si 0 0.003 -0.009
Si -0.007 0.005 -0.007
Si 0.007 0.006 -0.007
Si 0.004 0.018 -0.001
Si -0.01 -0.012 0.006
Si 0.004 -0.002 -0.005
Si 0.026 0.011 0.003
Si -0.018 -0.008 0.001
Si 0 -0.01 -0.001
Si -0.012 0.013 0.002
Si 0 -0.003 0.003
Si -0.003 -0.011 -0.003
Si -0.002 -0.001 -0.003
Si 0 -0.002 0.002
Si -0.005 0.002 0
Si 0.003 0.004 -0.001
Si -0.001 -0.008 -0.001
Si 0.003 -0.003 -0.005
Si 0.003 0.002 -0.004
Si 0.005 -0.012 -0.003
Si -0.004 -0.004 -0.007
Si 0 -0.004 0
Si 0.014 0.005 -0.004
Si 0.005 0.004 -0.008
Si 0.011 0 -0.009
Si 0.006 -0.009 0.009
Si -0.011 0.006 0.001
Si 0.003 -0.009 -0.003
Si -0.008 -0.009 0.004
Si 0 0.001 0
Si 0.001 0.01 -0.001
Si -0.002 -0.003 -0.002
Si -0.002 0.007 -0.002
Si -0.002 0.001 0
Si 0.001 -0.001 0.003
Si 0.001 -0.002 0.008
Si -0.006 -0.004 0.005
Si 0.002 0.004 0.001
Si 0.007 0.005 -0.006
Si -0.001 0.01 0.001
Si -0.012 0.011 -0.001
Si 0.001 0.004 0.002
Si 0.009 -0.011 -0.001
Si 0.006 -0.005 0.002
Si -0.006 0.001 0.001
Si -0.014 0.008 -0.003
Si -0.006 0.002 -0.004
Si 0.006 -0.001 -0.004
Si 0.004 0.004 -0.009
Si 0 -0.008 -0.006
Si -0.002 -0.002 0
Si 0.008 -0.009 -0.001
Si 0.005 -0.005 0.005
Si 0.012 0.014 -0.006
Si 0.012 0.001 -0.004
Si -0.01 0.006 -0.005
Si -0.01 -0.013 0.007
Si 0.002 0.007 0.005
Si 0.008 -0.004 -0.006
Si 0.005 -0.003 0.004
Si 0.004 0.005 -0.003
Si -0.009 -0.016 0.008
Si -0.014 0.002 0.003
Si 0.013 -0.016 -0.001
Si 0.01 -0.005 0.006
Si -0.007 0.006 0.001
Si 0.009 -0.008 -0.003
Si -0.003 0.004 0.002
Si 0.011 -0.005 0.004
Si 0 0.004 0.009
Si -0.02 0.021 0.008
Si -0.002 -0.01 0.004
Si 0.002 0.005 0.004
Si 0.011 -0.012 0.002
Si -0.009 0.017 0.001
Si -0.018 0.004 0.002
Si 0.002 0.001 0.002
Si 0.004 -0.001 0.01
Si -0.005 -0.006 -0.002
Si 0.01 0.01 0.008
Si -0.005 0.007 0.004
Si 0.003 0.005 -0.002
Si 0 -0.007 -0.005
Si -0.002 -0.001 -0.002
Si 0.011 0.015 -0.002
Si 0 -0.002 0
Si -0.003 -0.015 -0.005
Si 0.002 -0.004 -0.003
Si -0.011 -0.007 -0.002
Si 0.008 0.001 0.002
Si -0.007 -0.014 0.001
Si -0.01 0.002 -0.003
Si 0.016 0.006 0.004
Si 0.011 0.011 0.005
Si 0 0.004 -0.002
Si -0.003 -0.012 0.009
Si 0.007 0.008 -0.013
Si -0.009 -0.01 0.004
Si -0.446 0.22 0.689
Si -0.083 0.259 0.715
Si 0.173 -0.207 0.764
Si 0.101 -0.104 0.729
Si -0.149 0.228 0.696
Si 0.217 -0.214 0.723
Si 0.154 -0.162 0.762
Si 0.274 -0.125 0.691
Si -0.042 0.222 0.697
Si -0.333 0.239 0.717
Si 0.098 0.268 0.689
Si -0.197 0.125 0.765
Si 0.087 0.145 0.662
Si 0.172 -0.213 0.709
Si 0.009 0.046 0.583
Si -0.136 0.203 0.786
Si 0.149 -0.309 0.748
Si 0.134 -0.193 0.713
Si 0.03 0 -0.04
Si 0.027 -0.01 -0.056
Si -0.001 -0.003 -0.063
Si 0.021 -0.027 -0.057
Si 0.019 -0.026 -0.046
Si 0.021 0.022 -0.042
Si 0.001 0.024 0.001
Si -0.04 -0.032 -0.031
Si 0.001 -0.001 -0.074
Si -0.019 0.042 -0.085
Si -0.037 -0.009 -0.048
Si -0.033 -0.019 -0.032
Si 0.026 -0.032 -0.055
Si 0.007 0.012 -0.1
Si 0.054 0.047 -0.026
Si 0 -0.041 -0.053
Si 0.011 0.038 -0.05
Si 0.033 0.022 -0.046
Si -0.016 0.027 -0.002
Si 0.019 0.01 -0.015
Si -0.016 0.003 0.036
Si -0.015 0.025 0.005
Si -0.017 0.011 0.009
Si 0.012 -0.01 0.022
Si -0.011 -0.008 0.029
Si 0.009 -0.006 0.024
Si 0.022 -0.012 0.025
Si 0.006 0.029 0.015
Si 0.037 -0.009 0.009
Si -0.011 0.009 0.002
Si 0.034 -0.007 0.041
Si 0.006 -0.018 0.04
Si -0.023 0.003 0.025
Si -0.011 -0.005 0.001
Si 0.013 -0.021 0.046
Si -0.012 0.001 0.025
Si -0.011 -0.001 -0.002
Si -0.01 0.004 0
Si -0.006 0.024 -0.004
Si -0.005 -0.017 -0.014
Si -0.004 0.027 -0.005
Si 0.011 -0.001 -0.011
Si 0.01 0.017 0.001
Si -0.005 0.002 -0.001
Si 0.021 0.012 0.008
Si 0.002 -0.005 0.016
Si -0.005 -0.001 -0.007
Si -0.008 -0.013 -0.002
Si -0.024 -0.004 0.012
Si -0.006 0.018 -0.02
Si -0.022 -0.01 -0.025
Si 0.017 0.001 0.003
Si -0.002 -0.008 -0.033
Si -0.008 0.026 -0.026
Si -0.004 0.003 -0.006
Si 0.002 -0.016 -0.012
Si 0.027 -0.018 0.004
Si 0.001 -0.004 0.004
Si -0.006 -0.007 -0.005
Si -0.005 0.016 -0.007
Si 0.001 0.004 -0.001
Si 0.011 0.028 -0.001
Si 0 -0.013 -0.004
Si 0.016 0.008 -0.007
Si -0.008 -0.011 0.009
Si 0.013 0.014 0.003
Si -0.005 -0.01 0.002
Si 0.016 0.015 -0.002
Si -0.007 0.006 0.002
Si 0.004 0 0
Si -0.004 -0.015 -0.002
Si -0.004 -0.006 -0.002
Si -0.002 0.02 -0.002
Si 0.005 0.016 0.005
Si -0.024 -0.011 0.01
Si 0.007 0.018 0.01
Si -0.008 -0.015 0.008
Si -0.01 -0.005 0.012
Si -0.024 -0.007 0.024
Si -0.004 -0.024 0.018
Si -0.02 -0.003 -0.026
Si -0.01 0.002 0.015
Si 0.017 0.016 0.007
Si -0.008 0.011 0.011
Si 0.009 -0.008 -0.016
Si -0.016 -0.021 0.009
Si -0.001 -0.004 0.028
Si 0.009 -0.001 -0.009
Si -0.002 0.027 -0.005
Si 0.019 0.025 -0.01
Si 0.022 -0.007 -0.02
Si 0 0.006 0
Si 0.024 -0.014 -0.002
Si -0.013 -0.002 -0.027
Si -0.003 0.003 -0.043
Si -0.004 0.024 -0.021
Si 0.009 -0.022 -0.03
Si 0.012 0.037 -0.025
Si -0.001 -0.009 -0.017
Si 0.015 -0.031 -0.011
Si 0 -0.011 -0.02
Si -0.017 0.001 -0.027
Si 0.005 0.004 -0.035
Si -0.043 0.032 -0.008
Si 0.014 0.006 -0.033
Si 0.003 0.003 -0.001
Si -0.009 -0.003 -0.009
Si 0.02 0.004 -0.008
Si -0.016 -0.024 0.043
Si -0.021 -0.001 0.017
Si 0.011 0.029 0.035
Si 0.007 0.005 0.029
Si 0.008 -0.009 0.028
Si -0.01 -0.01 0.051
Si -0.004 -0.024 0.038
Si -0.031 -0.002 0.043
Si 0 -0.026 0.041
Si -0.035 -0.003 0.041
Si -0.003 -0.024 0.054
Si -0.005 0.013 0.047
Si -0.006 0.014 0.027
Si 0.032 -0.015 0.063
Si 0.009 -0.035 0.05
Si -0.042 -0.001 0.046
Si -0.002 0.015 0.006
Si -0.002 -0.007 0.019
Si 0.038 0.179 -0.734
Si -0.216 -0.115 -0.699
Si 0.183 0.2 -0.687
Si -0.237 -0.064 -0.693
Si -0.022 -0.282 -0.767
Si 0.139 0.03 -0.631
Si -0.117 -0.082 -0.761
Si -0.229 -0.307 -0.779
Si 0.063 0.268 -0.72
Si -0.159 -0.101 -0.69
Si 0.096 0.193 -0.773
Si -0.287 -0.135 -0.651
Si 0.098 0.088 -0.632
Si -0.32 -0.086 -0.694
Si 0.287 0.334 -0.686
Si -0.138 -0.231 -0.724
Si 0.179 0.041 -0.692
Si -0.084 -0.107 -0.696
Si -0.048 -0.08 -0.219
Si -0.064 0.073 0.106
Si 0.005 -0.081 0.143
Si -0.081 0.032 -0.088
Si -0.058 0.056 0.084
Si -0.073 0.043 0.029
Si -0.044 -0.073 -0.166
Si 0.03 0.105 0.154
Si -0.099 -0.031 -0.183
Si -0.003 0.001 0.115
Si 0.041 0.087 -0.145
Si 0.02 -0.041 0.072
Si -0.045 -0.008 -0.079
Si -0.028 -0.104 -0.034
Si 0.067 0.052 -0.015
Si 0.124 -0.012 -0.089
Si 0.069 0.076 0.069
Si -0.028 -0.037 -0.039
Si 0.007 0.132 0.037
Si -0.034 -0.139 -0.074
Si -0.071 0.002 -0.062
Si 0.057 0.106 0.03
Si 0.037 0.092 -0.181
Si 0.072 -0.045 -0.099
Si 0.052 -0.001 0.069
Si -0.094 0.104 -0.106
Si -0.065 -0.061 0.088
Si 0.066 -0.022 -0.129
Si 0.162 -0.069 0.021
Si 0.058 -0.136 0.126
Si 0.046 0.095 -0.102
Si -0.023 -0.062 0.141
Si -0.005 -0.03 -0.041
Si 0.102 -0.063 0.177
Si 0.097 -0.051 -0.07
Si 0.031 -0.062 -0.071
Si 0.017 0.008 0.065
Si -0.096 -0.04 0.021
Si 0.012 0.036 0.024
Si 0.039 0.027 -0.018
Si -0.116 -0.004 0.045
Si -0.052 -0.033 0.107
Si 0.017 -0.041 -0.071
Si -0.055 0.032 0.036
Si 0.055 0.013 0.078
Si 0.031 -0.076 0.032
Si 0.063 0.057 0.095
Si -0.071 0.081 -0.019
Si -0.043 0.077 0.256
Si 0.072 0 0.009
Si -0.029 0.007 -0.025
Si 0.09 0.04 0.104
Si 0.024 -0.042 0.009
Si -0.012 0.111 0.062
Si -0.002 -0.008 0.003
Si 0.005 -0.01 0.002
Si -0.005 -0.011 0.012
Si -0.003 -0.022 -0.004
Si 0.007 0.001 0.001
Si -0.007 0.01 0.003
Si -0.002 -0.013 0.003
Si 0.012 -0.008 -0.005
Si 0.014 0.005 0.004
Si 0.002 -0.002 0.003
Si 0.014 -0.005 -0.002
Si 0.004 0.011 -0.002
Si 0.021 -0.014 0.012
Si -0.003 -0.004 0.015
Si -0.001 -0.008 0.022
Si -0.011 -0.006 0.017
Si -0.019 0.007 0.014
Si -0.022 -0.014 -0.002
Si -0.002 0.004 0.002
Si -0.004 0.009 -0.001
Si 0.006 0 -0.003
Si -0.003 0.01 0.004
Si 0.016 0.007 0.005
Si -0.009 -0.001 0.005
Si 0.01 0.001 -0.001
Si -0.01 0.01 0
Si -0.009 0.003 0.003
Si 0.014 -0.003 0.004
Si 0.002 -0.004 -0.013
Si 0.004 0 0
Si -0.008 0.003 -0.011
Si -0.004 0.007 -0.005
Si -0.012 0.008 -0.004
Si -0.008 0.004 -0.004
Si -0.013 0.001 0.001
Si 0 0.007 -0.006
Si 0.005 -0.001 -0.008
Si 0.007 0.009 -0.001
Si 0.011 0.008 -0.007
Si -0.011 -0.009 0
Si -0.004 0 -0.002
Si 0.004 -0.002 -0.003
Si -0.006 -0.014 -0.008
Si 0.005 -0.01 -0.003
Si 0.01 -0.012 -0.006
Si 0.019 0.009 -0.001
Si 0.004 -0.005 -0.007
Si 0.013 0.004 -0.008
Si 0.007 0.012 0.002
Si 0.003 0.002 -0.002
Si -0.021 -0.014 0.005
Si 0.002 0.004 -0.008
Si 0 0 0.009
Si -0.01 -0.008 0.002
Si -0.005 0.001 -0.006
Si -0.008 -0.004 0.001
Si -0.001 0.002 -0.004
Si 0.006 -0.003 0.005
Si -0.004 -0.001 0
Si -0.003 0.006 0.004
Si -0.01 0.004 0.003
Si 0.006 0.012 -0.001
Si 0 -0.003 0.007
Si -0.008 0.007 -0.006
Si 0.002 0.005 0.004
Si 0 -0.001 -0.002
Si 0.003 -0.002 -0.004
Si -0.006 -0.014 0.001
Si 0.005 -0.004 0.003
Si -0.002 0.004 -0.004
Si -0.003 0.005 0.006
Si -0.012 0.004 0.001
Si -0.005 0 0.001
Si 0.007 0.004 -0.003
Si 0.003 -0.004 -0.005
Si -0.001 -0.006 -0.001
Si 0.002 -0.001 0
Si 0.001 -0.004 0
Si 0.008 0.001 -0.005
Si 0.003 -0.011 -0.004
Si -0.006 0.001 0.002
Si 0.003 0.001 0.002
Si -0.003 0 -0.001
Si 0.003 0.004 -0.004
Si 0.012 -0.008 0.004
Si 0.002 0.012 0.003
Si -0.001 0 0.002
Si 0.002 -0.001 -0.006
Si -0.01 -0.001 0
Si 0.001 0.006 0.001
Si -0.004 0.002 0.003
Si -0.009 -0.004 0.005
Si -0.001 0.004 -0.001
Si 0.003 0 0.003
Si -0.005 0.007 0.004
Si -0.007 0.001 0.005
Si 0.002 0.008 0.001
Si 0.002 0.001 0.002
Si -0.002 -0.013 0.005
Si 0.004 0.001 -0.001
Si 0.001 0.001 -0.002
Si -0.006 0.004 0.004
Si -0.01 0.006 0.001
Si 0.003 -0.007 -0.004
Si 0.002 0.002 0.002
Si -0.005 0.003 0.002
Si -0.009 -0.01 -0.001
Si -0.009 -0.007 0.002
Si -0.017 0.016 -0.002
Si -0.006 -0.011 0.002
Si 0.015 -0.017 -0.006
Si 0.006 -0.003 0.002
Si -0.006 0.003 0.001
Si 0.002 0 0.004
Si 0.009 -0.009 -0.008
Si 0.008 -0.003 0.005
Si -0.016 0.012 0.006
Si -0.005 0.002 0.002
Si 0.013 -0.005 0
Si -0.01 0.004 0
Si 0.001 0.005 0.012
Si 0 -0.001 -0.002
Si 0.002 0.002 0
Si 0.003 -0.001 0.006
Si -0.002 0.009 -0.001
Si 0.01 -0.002 0.01
Si 0.001 0.012 -0.006
Si -0.005 0.004 -0.001
Si 0 0.009 0.005
Si -0.017 0.007 0.002
Si 0.004 -0.005 0.002
Si -0.003 0 0.001
Si -0.003 0.015 0.001
Si -0.019 0.003 0.006
Si 0.001 -0.009 0.004
Si 0.004 -0.006 -0.003
Si -0.004 0.003 0.01
Si 0.007 0.003 -0.002
Si -0.001 -0.01 0.006
Si -0.001 -0.004 0.003
Si 0.002 0 0
Si -0.012 -0.008 0.005
Si -0.008 -0.005 0.001
Si -0.012 -0.001 0.001
Si 0.172 -0.333 0.731
Si -0.075 0.074 0.739
Si 0.196 -0.059 0.694
Si 0.129 -0.098 0.713
Si -0.232 0.123 0.768
Si -0.11 0.108 0.727
Si 0.152 -0.056 0.697
Si 0.295 -0.193 0.766
Si -0.292 0.389 0.715
Si -0.341 0.073 0.683
Si 0.146 -0.259 0.675
Si -0.162 0.172 0.659
Si 0.145 -0.001 0.59
Si -0.259 0.121 0.716
Si 0.16 -0.266 0.742
Si 0.009 0.192 0.706
Si 0.212 -0.089 0.729
Si 0.223 -0.046 0.747
Si -0.004 -0.008 -0.059
Si 0.018 0.016 -0.081
Si -0.037 0.007 -0.04
Si 0.001 0.011 -0.039
Si -0.005 0.007 -0.078
Si 0.002 0.002 -0.011
Si -0.02 0.006 -0.065
Si -0.024 -0.019 -0.033
Si 0.024 -0.03 -0.039
Si 0.002 -0.007 -0.021
Si -0.016 -0.003 -0.024
Si -0.025 -0.032 0.025
Si 0.024 0.029 -0.017
Si 0 -0.028 -0.045
Si -0.028 0.005 -0.039
Si 0.026 -0.013 -0.045
Si -0.029 0.002 -0.072
Si -0.025 0.028 -0.071
Si -0.009 -0.019 0.024
Si -0.001 -0.013 0.014
Si 0.006 0.014 0.017
Si 0.001 -0.027 0.029
Si 0.004 0.043 -0.016
Si 0.016 0.021 0.024
Si 0.002 0.007 0.024
Si -0.016 0.005 0.022
Si 0.012 -0.018 -0.008
Si 0.033 0.016 0.04
Si 0.008 -0.012 0.017
Si 0.004 -0.006 0.013
Si 0.022 0.031 -0.001
Si 0.017 0.003 0.033
Si -0.017 -0.009 0.035
Si -0.001 -0.017 0
Si 0.042 0.032 0.035
Si 0.014 -0.041 0.025
Si -0.022 0.006 -0.009
Si -0.013 0.004 0.014
Si 0.007 0.027 -0.007
Si -0.005 -0.009 -0.011
Si -0.007 -0.001 0.009
Si -0.01 -0.008 0.008
Si -0.01 0.01 0.005
Si 0.016 -0.005 -0.004
Si 0.003 0.001 0.003
Si -0.004 0 0.005
Si -0.011 -0.005 -0.012
Si -0.016 0.003 0.006
Si -0.017 0.005 0.001
Si -0.009 -0.018 0.018
Si -0.009 -0.008 -0.022
Si 0.003 0.007 0.011
Si -0.007 -0.026 0.005
Si -0.019 0.016 -0.032
Si 0.003 -0.003 -0.006
Si 0.016 0.005 -0.002
Si 0.002 -0.007 0.012
Si 0 0.002 -0.014
Si -0.003 0.005 -0.004
Si 0.029 -0.001 -0.007
Si 0.018 -0.012 0.006
Si 0.012 -0.004 -0.017
Si -0.009 -0.001 0.002
Si 0.009 0.011 -0.012
Si 0.004 -0.004 -0.018
Si -0.007 0.001 -0.004
Si 0.007 -0.011 -0.02
Si 0.026 0.009 -0.001
Si 0.001 -0.01 0.004
Si 0.016 -0.011 0
Si 0.007 0 0.014
Si 0.005 0.001 0.001
Si -0.019 -0.003 -0.021
Si 0.02 -0.01 0.034
Si -0.008 0.033 -0.007
Si 0.016 0.007 0.005
Si -0.019 -0.005 0.004
Si -0.018 0.001 0.025
Si -0.009 0 0.006
Si -0.012 0.012 0.02
Si 0.015 0.013 -0.007
Si -0.007 -0.036 0.016
Si -0.003 -0.023 -0.023
Si 0.019 0.017 0.008
Si -0.016 -0.025 -0.014
Si -0.015 -0.007 0.017
Si -0.004 0.024 0.007
Si 0.004 0.034 0.005
Si -0.004 -0.012 -0.005
Si 0.004 0.006 0.014
Si 0.009 -0.007 -0.029
Si -0.003 -0.011 -0.026
Si 0.035 -0.018 -0.018
Si -0.023 -0.026 -0.037
Si 0.012 0.006 -0.032
Si 0.008 0.022 -0.019
Si -0.009 -0.031 -0.022
Si 0.007 0.017 -0.002
Si 0.026 0.013 -0.029
Si -0.005 -0.001 -0.013
Si 0.023 0.008 -0.031
Si 0.01 0.006 -0.028
Si 0.026 -0.005 -0.027
Si 0.033 0.002 -0.016
Si 0.012 -0.026 -0.014
Si -0.013 0.016 0.017
Si 0.028 0.001 -0.016
Si 0.014 -0.002 -0.018
Si 0.011 -0.018 0.045
Si 0.007 -0.007 0.034
Si -0.023 0.023 0.038
Si -0.042 0.016 0.055
Si -0.009 -0.014 0.053
Si -0.036 -0.005 0.04
Si 0.027 0.003 0.052
Si 0.002 -0.008 0.065
Si -0.012 0.022 0.047
Si -0.02 -0.004 0.033
Si -0.001 0.003 0.034
Si 0.001 0.019 0.041
Si 0.02 -0.022 0.048
Si -0.048 0.039 0.012
Si 0.005 0.01 0.029
Si 0.008 0.04 0.017
Si -0.003 -0.003 0.038
Si -0.018 0.008 0.046
Si 0.158 0.151 -0.747
Si -0.083 -0.231 -0.725
Si 0.265 0.201 -0.689
Si -0.147 -0.05 -0.655
Si -0.168 -0.179 -0.735
Si -0.059 0.029 -0.499
Si 0.013 0.212 -0.697
Si -0.02 -0.013 -0.455
Si 0.168 0.029 -0.654
Si -0.039 -0.166 -0.704
Si 0.232 -0.06 -0.616
Si -0.154 -0.05 -0.774
Si 0.232 0.179 -0.726
Si -0.216 -0.311 -0.635
Si 0.063 0.221 -0.727
Si -0.065 -0.062 -0.647
Si 0.241 0.119 -0.651
Si -0.168 -0.14 -0.769
Si 0.01 0.042 -0.04
Si 0.033 -0.032 0.074
Si -0.178 0.206 0.053
Si 0.05 0.014 -0.046
Si 0.017 -0.022 0.143
Si 0.023 0.038 0.043
Si -0.041 0.08 0.196
Si -0.035 -0.049 0.069
Si -0.072 0.092 -0.048
Si -0.04 -0.048 -0.001
Si -0.024 -0.025 -0.012
Si -0.08 0.042 -0.094
Si 0.074 0.124 0.142
Si 0.001 0.046 0.073
Si 0.016 0.029 -0.096
Si 0.058 -0.143 -0.009
Si -0.093 0.146 0.067
Si 0.063 -0.035 0.08
Si -0.051 -0.047 -0.065
Si 0.075 -0.015 -0.003
Si 0.001 0.014 -0.213
Si -0.025 0.154 0.051
Si -0.133 -0.062 -0.104
Si -0.133 -0.024 -0.218
Si 0.052 -0.058 0.039
Si 0.038 0.028 -0.028
Si 0.075 -0.066 -0.019
Si -0.06 0.034 -0.13
Si -0.008 -0.064 -0.056
Si 0.057 -0.008 0.146
Si -0.033 -0.093 0.177
Si 0.074 0.057 0.14
Si 0.013 -0.046 0.002
Si -0.071 0.135 0.209
Si 0.005 0.087 -0.045
Si 0.104 -0.088 0.148
Si -0.04 0.033 0.075
Si 0.008 0.034 0.018
Si 0.058 -0.049 -0.063
Si 0.101 0.024 -0.113
Si 0.054 -0.092 -0.016
Si 0.021 -0.107 0.156
Si -0.098 0.021 -0.113
Si -0.054 -0.048 -0.016
Si 0.069 0.014 0.095
Si -0.031 0.037 0.121
